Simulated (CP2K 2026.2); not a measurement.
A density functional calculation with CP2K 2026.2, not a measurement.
Periodic cell of 1182 atoms, Si850O332, from a study of silicon, its oxide and their interface. The atomic structure is a simulated model.
Doubt: the forces sum to 2.56 eV/angstrom along one axis rather than to zero, so they err by at least 0.0022 eV/angstrom per atom on average; the grid cutoff is modest.

Settings
functional: PBE
method: Gaussian and plane waves
basis set: DZVP-MOLOPT-SR-GTH
pseudopotentials: GTH-PBE
grid cutoff: 350 Ry, relative cutoff 50 Ry
k points: Gamma only
occupations: fixed
spin: none
net charge: 0

Cell vectors (angstrom)
a	16.4025	0	0
b	0	32.805	0
c	0	0	40.3291

Atoms: element, x, y, z (angstrom)
Si	0.3342	32.4929	40.1022
Si	2.897	2.544	0.2128
Si	0.6602	4.7382	40.2024
Si	2.9968	7.9202	0.0191
Si	16.3492	11.2892	0.2156
Si	2.3288	14.0714	0.4675
Si	0.0938	16.2696	0.5124
Si	2.1783	19.5838	0.4123
Si	0.1542	21.8099	0.5118
Si	3.1188	24.0943	0.1058
Si	16.2509	27.5565	0.1106
Si	2.5424	30.1506	40.2805
Si	5.0771	0.2402	0.0108
Si	8.5854	2.325	0.0734
Si	5.1919	5.6306	40.1385
Si	8.2384	8.0981	40.0027
Si	4.6264	12.0981	40.115
Si	7.6483	14.0654	0.0615
Si	5.409	16.3017	40.2551
Si	7.5407	19.7433	40.279
Si	5.3237	21.9026	0.4046
Si	8.7909	23.9943	0.2612
Si	5.768	26.9517	40.2739
Si	8.2049	30.0393	0.1278
Si	10.9616	0.196	0.1769
Si	13.5964	2.3445	0.2572
Si	11.3429	4.5329	40.0355
Si	13.3703	8.8526	0.1116
Si	11.4557	10.1564	0.0667
Si	13.9726	13.2347	0.0956
Si	10.8467	16.481	40.0753
Si	14.3724	18.5666	40.2768
Si	10.1641	22.0108	0.1197
Si	14.662	24.2158	40.103
Si	10.1485	27.5144	40.0728
Si	14.1643	29.9071	0.1227
Si	1.3895	1.2155	1.3821
Si	4.2168	4.0719	1.3754
Si	1.456	6.6198	1.2578
Si	4.1042	9.7777	1.1077
Si	1.2644	12.4604	1.7261
Si	4.0029	15.2365	1.5632
Si	1.2655	17.8384	1.7583
Si	3.9725	20.515	1.6763
Si	1.5346	23.2132	1.6898
Si	4.2603	25.7711	1.378
Si	1.4667	28.6454	1.4275
Si	4.0589	31.3925	1.334
Si	6.8238	1.3036	1.3213
Si	9.6409	4.005	1.2675
Si	6.8821	6.768	1.1119
Si	9.5466	9.442	1.1986
Si	6.5262	12.4921	1.3861
Si	9.5323	15.0658	1.2009
Si	6.6591	17.8693	1.2505
Si	9.2192	20.422	1.5006
Si	6.876	23.2354	1.5063
Si	9.4923	25.9085	1.3864
Si	6.7072	28.7292	1.3291
Si	9.6003	31.4151	1.4234
Si	12.3385	1.223	1.7888
Si	15.2331	3.8569	1.2392
Si	12.5911	6.9753	1.4053
Si	15.1369	9.6137	1.3773
Si	12.2843	12.0814	1.2704
Si	14.9441	14.9156	1.5567
Si	12.2932	17.7956	1.136
Si	15.0661	20.3456	1.5304
Si	12.3874	23.0629	1.6219
Si	15.2189	25.9031	1.3841
Si	12.46	28.6627	1.2054
Si	15.2916	31.4213	1.4831
Si	0.0614	2.5878	2.7743
Si	2.7477	32.7099	2.7926
Si	0.0613	8.0701	2.6247
Si	2.8071	5.4001	2.7315
Si	16.2686	13.6983	3.0513
Si	2.7352	10.933	2.7368
Si	16.3051	19.1223	3.0753
Si	2.7216	16.5338	3.0078
Si	0.1197	24.6282	2.8745
Si	2.7521	21.8585	3.101
Si	0.145	29.9956	2.8665
Si	2.8468	27.2287	2.7198
Si	5.5864	2.7357	2.7317
Si	8.1928	32.7843	2.7689
Si	5.5194	8.2606	2.5157
Si	8.2449	5.459	2.5777
Si	5.3361	13.784	2.8845
Si	8.1103	10.9388	2.5132
Si	5.3888	19.0907	2.8742
Si	8.1896	16.494	2.632
Si	5.5534	24.58	2.9102
Si	8.1016	21.8571	2.9486
Si	5.4148	30.0744	2.7508
Si	8.1135	27.3041	2.7386
Si	10.9369	2.7438	2.8364
Si	13.8124	32.657	2.8976
Si	10.9151	8.1331	2.6657
Si	13.8966	5.405	2.6382
Si	10.8663	13.5895	2.5678
Si	13.6726	10.8755	2.7939
Si	10.9113	19.1333	2.6398
Si	13.5083	16.3849	2.7066
Si	10.9514	24.5971	2.7705
Si	13.738	21.7371	2.9316
Si	11.0284	29.9771	2.6595
Si	13.6831	27.2227	2.6796
Si	1.4345	4.0173	4.1016
Si	4.1541	1.3479	4.0808
Si	1.3705	9.4968	4.0395
Si	4.1661	6.8768	4.0042
Si	1.3298	15.0807	4.2794
Si	4.0362	12.3053	4.1822
Si	1.3257	20.4909	4.3702
Si	4.1126	17.8076	4.365
Si	1.4705	25.9927	4.2182
Si	4.1801	23.2465	4.3263
Si	1.4403	31.3904	4.2557
Si	4.1202	28.6583	4.1293
Si	6.9364	4.1222	4.0644
Si	9.5583	1.3506	4.1639
Si	6.8424	9.5708	3.9885
Si	9.5646	6.7827	4.0487
Si	6.8464	15.1219	4.114
Si	9.4906	12.2616	3.9681
Si	6.7604	20.4613	4.2651
Si	9.572	17.7817	4.0754
Si	6.8641	25.9861	4.2487
Si	9.5739	23.2476	4.1998
Si	6.832	31.4019	4.1233
Si	9.5906	28.6535	4.0631
Si	12.4021	4.1294	4.0815
Si	15.1041	1.3042	4.2092
Si	12.2552	9.495	4.0934
Si	15.1356	6.775	4.0931
Si	12.1862	14.956	4.0541
Si	14.9408	12.234	4.279
Si	12.2345	20.439	4.1857
Si	14.8887	17.6699	4.2321
Si	12.328	25.9317	4.1587
Si	15.1095	23.2037	4.2155
Si	12.3505	31.3063	4.145
Si	15.0507	28.6148	4.1131
Si	16.3837	0.0299	16.4701
Si	2.7047	2.7589	16.4538
Si	16.3908	5.4791	16.4532
Si	2.7044	8.2023	16.4587
Si	16.3744	10.9174	16.4644
Si	2.6987	13.6403	16.4627
Si	16.379	16.3792	16.456
Si	2.707	19.1213	16.4327
Si	16.3859	21.8807	16.4481
Si	2.73	24.6427	16.4509
Si	16.3945	27.3834	16.4514
Si	2.7268	30.1169	16.4654
Si	5.4677	0.0475	16.4554
Si	8.1998	2.7744	16.4462
Si	5.4301	5.491	16.4371
Si	8.1843	8.2247	16.4385
Si	5.4411	10.9326	16.461
Si	8.1804	13.6464	16.4597
Si	5.4346	16.3728	16.4504
Si	8.1893	19.1303	16.4404
Si	5.4584	21.8922	16.432
Si	8.2139	24.6457	16.4533
Si	5.4687	27.3876	16.4597
Si	8.2183	30.1225	16.4624
Si	10.9501	0.0304	16.4512
Si	13.6726	2.7488	16.4628
Si	10.939	5.4915	16.4631
Si	13.6625	8.2065	16.468
Si	10.9278	10.9404	16.4505
Si	13.6562	13.65	16.4569
Si	10.9241	16.384	16.4524
Si	13.6553	19.1265	16.4607
Si	10.929	21.887	16.448
Si	13.668	24.6492	16.4484
Si	10.9506	27.3923	16.4545
Si	13.675	30.1115	16.4592
Si	1.338	1.4018	17.838
Si	4.0453	4.1495	17.8148
Si	1.3326	6.8471	17.8394
Si	4.0551	9.5834	17.8274
Si	1.3195	12.2897	17.8405
Si	4.0685	15.0056	17.8279
Si	1.3426	17.7586	17.8091
Si	4.0726	20.5156	17.7632
Si	1.3434	23.2748	17.7941
Si	4.0872	26.0272	17.8177
Si	1.3481	28.7483	17.8255
Si	4.0941	31.4944	17.8239
Si	6.831	1.4205	17.8174
Si	9.5639	4.1305	17.8237
Si	6.7887	6.8746	17.7833
Si	9.5428	9.5988	17.8105
Si	6.8037	12.298	17.84
Si	9.5596	15.0134	17.8139
Si	6.8148	17.7538	17.7857
Si	9.5525	20.5141	17.7965
Si	6.8275	23.2724	17.7884
Si	9.5905	26.0217	17.8115
Si	6.8369	28.7648	17.8187
Si	9.5999	31.4763	17.8351
Si	12.3166	1.374	17.8363
Si	15.0391	4.1134	17.8332
Si	12.2932	6.8608	17.8497
Si	15.0211	9.5629	17.8595
Si	12.2966	12.2922	17.8345
Si	15.0121	15.0178	17.8328
Si	12.2879	17.7527	17.8227
Si	15.0194	20.5111	17.817
Si	12.2984	23.2734	17.793
Si	15.0116	26.04	17.8189
Si	12.3093	28.7594	17.8345
Si	15.0262	31.4655	17.851
Si	16.3878	2.7591	19.2355
Si	2.6983	0.0268	19.1929
Si	16.3908	8.2028	19.2426
Si	2.6717	5.4838	19.2283
Si	16.3552	13.6496	19.2216
Si	2.6802	10.9286	19.2141
Si	16.3843	19.1332	19.1782
Si	2.694	16.3795	19.1744
Si	16.3868	24.6662	19.1511
Si	2.7057	21.8796	19.1265
Si	16.3815	30.0886	19.2178
Si	2.7176	27.3962	19.1941
Si	5.4261	2.7915	19.1504
Si	8.2246	0.0565	19.1677
Si	5.4207	8.2145	19.1773
Si	8.175	5.5398	19.1305
Si	5.427	13.6497	19.221
Si	8.1834	10.9459	19.2065
Si	5.4501	19.1561	19.1069
Si	8.1659	16.3735	19.1534
Si	5.4742	24.6543	19.1493
Si	8.1932	21.9042	19.1464
Si	5.4697	30.136	19.1883
Si	8.2365	27.4131	19.1614
Si	10.9359	2.7418	19.1774
Si	13.6621	0.0104	19.243
Si	10.9145	8.2649	19.1866
Si	13.6814	5.4833	19.1961
Si	10.9412	13.6723	19.1964
Si	13.6524	10.9364	19.2273
Si	10.9112	19.1386	19.1568
Si	13.6551	16.3909	19.2022
Si	10.9643	24.6542	19.1697
Si	13.6563	21.9118	19.1571
Si	10.9825	30.135	19.2301
Si	13.6572	27.4014	19.2199
Si	1.3109	4.1341	20.6545
Si	4.0441	1.443	20.517
Si	1.3488	9.5695	20.6278
Si	4.024	6.8939	20.5621
Si	1.3172	15.0281	20.5708
Si	4.0333	12.2855	20.5916
Si	1.3381	20.5386	20.5174
Si	4.0948	17.7823	20.454
Si	1.3229	26.0306	20.5407
Si	4.0806	23.2605	20.4581
Si	1.3669	31.43	20.5732
Si	4.0764	28.7892	20.5581
Si	6.7755	4.2084	20.4664
Si	9.5899	1.3808	20.5737
Si	6.7886	9.5682	20.5468
Si	9.4954	6.9332	20.508
Si	6.813	15.0337	20.5682
Si	9.5742	12.3207	20.5639
Si	6.7971	20.5303	20.476
Si	9.5216	17.7588	20.4928
Si	6.8632	26.0375	20.4918
Si	9.569	23.2898	20.4935
Si	6.8659	31.5073	20.5259
Si	9.6054	28.7634	20.56
Si	12.3037	4.1061	20.5219
Si	15.0379	1.3688	20.6002
Si	12.2666	9.6034	20.6053
Si	15.0258	6.8305	20.6118
Si	12.306	15.0208	20.5908
Si	14.9989	12.2934	20.6262
Si	12.2802	20.5337	20.4972
Si	15.03	17.7604	20.5621
Si	12.3175	26.0054	20.5833
Si	15.0157	23.3112	20.5057
Si	12.3137	31.481	20.6866
Si	14.9923	28.7729	20.6219
Si	0.0188	32.7792	21.9493
Si	2.7251	2.7601	21.9865
Si	16.3386	5.4924	22.081
Si	2.7152	8.2319	22.0334
Si	16.3581	10.9083	21.9946
Si	2.6707	13.6715	21.9597
Si	16.3515	16.361	21.9729
Si	2.731	19.1284	21.8084
Si	16.3791	21.9644	21.8582
Si	2.705	24.6025	21.8099
Si	16.3283	27.3582	21.9491
Si	2.6961	30.0951	22.0115
Si	5.4367	0.0734	21.8114
Si	8.1596	2.8373	21.7493
Si	5.4263	5.5515	21.8791
Si	8.1506	8.2599	21.9644
Si	5.3645	10.8476	21.9309
Si	8.1853	13.6484	21.9289
Si	5.4495	16.4794	21.8715
Si	8.1081	19.1068	21.8242
Si	5.4541	21.9288	21.8332
Si	8.2514	24.6966	21.8583
Si	5.5341	27.4514	21.8265
Si	8.3064	30.2187	21.8884
Si	10.9129	0.0386	22.0908
Si	13.6077	2.7027	21.9249
Si	10.9157	5.5592	21.7484
Si	13.6256	8.1949	21.9444
Si	10.946	11.0243	21.9882
Si	13.6351	13.647	22.0392
Si	10.8966	16.4265	21.8829
Si	13.6817	19.212	21.8519
Si	10.8791	21.8788	21.8463
Si	13.713	24.6563	21.9627
Si	10.9289	27.3535	21.9524
Si	13.7074	30.1324	22.1067
Si	1.4303	1.2404	23.3408
Si	4.1098	4.2194	23.3123
Si	1.3433	6.9073	23.4462
Si	4.1183	9.5251	23.4879
Si	1.3474	12.2685	23.3898
Si	4.0565	15.1457	23.2147
Si	1.3785	17.7911	23.2161
Si	4.0641	20.5331	23.1622
Si	1.3461	23.2957	23.2565
Si	4.1375	25.9987	23.0354
Si	1.2354	28.6919	23.3809
Si	4.168	31.5188	23.2805
Si	6.7628	1.5279	23.0934
Si	9.5488	4.2228	23.0502
Si	6.7107	6.9165	23.3331
Si	9.5344	9.682	23.3
Si	6.7604	12.2106	23.1997
Si	9.5479	15.068	23.3026
Si	6.754	17.8491	23.2994
Si	9.4486	20.4834	23.1479
Si	6.8804	23.3077	23.1496
Si	9.5239	26.0455	23.3507
Si	6.9273	28.8635	23.1682
Si	9.5517	31.4522	23.4968
Si	12.3175	1.4229	23.4537
Si	14.9149	4.012	23.3438
Si	12.2091	6.8075	23.2594
Si	14.9408	9.5526	23.3755
Si	12.256	12.3539	23.5001
Si	15.0106	14.9821	23.435
Si	12.2596	17.8826	23.171
Si	15.0199	20.6196	23.2171
Si	12.2724	23.2298	23.2148
Si	15.0658	26.0058	23.4497
Si	12.2841	28.6525	23.3839
Si	15.1171	31.5678	23.5154
Si	16.3734	2.5673	24.5704
Si	2.9107	32.7955	24.8267
Si	16.2685	8.1957	24.8135
Si	2.7637	5.5328	24.7427
Si	16.3624	13.4936	24.9108
Si	2.8769	11.0488	24.8072
Si	0.2159	19.4435	24.4318
Si	2.6383	16.3956	24.6823
Si	0.1673	24.6593	24.8026
Si	2.7542	21.919	24.5357
Si	0.0243	30.1175	24.9614
Si	2.7921	27.2611	24.4181
Si	5.529	2.8808	24.6473
Si	8.1114	0.2791	24.5215
Si	5.4568	8.175	25.0084
Si	8.1691	5.4909	24.4454
Si	5.5246	13.78	24.4112
Si	8.0662	10.9175	24.6989
Si	5.324	19.2258	24.6658
Si	8.1797	16.5064	24.6279
Si	5.528	24.7395	24.4186
Si	8.0399	21.7777	24.4976
Si	5.572	30.1511	24.5598
Si	8.1586	27.573	24.6433
Si	10.8349	2.9697	24.5142
Si	13.7197	0.1561	24.9787
Si	10.8568	8.2435	24.5981
Si	13.3745	5.2744	24.7278
Si	10.9821	13.8789	24.8441
Si	13.6106	10.9178	24.841
Si	10.8678	19.2513	24.5238
Si	13.619	16.5771	24.5441
Si	10.8665	24.5039	24.6177
Si	13.619	21.8977	24.6403
Si	11.0431	30.0027	24.8543
Si	13.464	27.1726	24.8715
Si	1.418	3.9052	25.7513
Si	3.8741	1.9103	26.0901
Si	0.4425	9.9986	26.3722
Si	4.1603	6.6086	26.3476
Si	1.7896	14.5641	26.0741
Si	4.2401	12.6019	25.9556
Si	1.6828	20.4943	26.1522
Si	3.7166	18.0587	25.9892
Si	2.1418	25.6556	26.0542
Si	4.2328	23.2941	25.6609
Si	1.9704	30.9438	26.0527
Si	4.1714	28.6643	25.6172
Si	7.4445	3.755	25.818
Si	9.0576	2.0538	25.659
Si	7.2563	9.2147	26.2801
Si	9.4425	6.8797	25.8302
Si	7.1087	14.7871	25.7824
Si	8.5167	12.8648	26.05
Si	6.3482	20.9423	26.007
Si	9.7067	17.7961	25.9533
Si	6.4108	26.5015	25.7657
Si	9.6009	22.8904	25.7996
Si	6.3442	31.5331	26.315
Si	9.7078	28.5112	26.2315
Si	11.4698	4.476	26.2769
Si	15.0884	1.7532	26.4481
Si	12.4484	9.1829	26.0638
Si	14.6478	6.8379	25.8599
Si	12.0064	15.6378	26.0247
Si	15.2291	11.8249	26.278
Si	11.9025	20.8192	25.971
Si	15.2689	17.9545	25.4708
Si	12.4176	25.4068	26.1736
Si	14.8986	23.409	25.925
Si	12.7454	31.1124	26.0961
Si	14.5803	29.5183	26.5806
Si	13.5499	31.5026	30.5803
Si	4.1116	3.2928	28.884
Si	15.4513	4.4853	27.5377
Si	0.5864	7.1861	30.8058
Si	15.9339	9.5484	29.2552
Si	0.1496	16.324	27.596
Si	12.924	9.2177	29.0482
Si	15.3597	22.6021	31.1633
Si	3.6003	29.5048	29.9957
Si	1.9026	31.749	29.0477
Si	4.8298	32.0415	28.997
Si	9.0192	2.6686	30.9752
Si	5.8525	6.6871	30.5371
Si	6.3254	5.0702	28.2362
Si	6.6406	11.6425	27.9941
Si	8.2462	12.5578	37.6977
Si	5.6885	16.562	27.9113
Si	7.721	18.9815	28.0264
Si	3.6487	22.2686	31.016
Si	2.6095	27.0388	28.8449
Si	8.5762	30.5252	28.3235
Si	13.0716	0.282	33.3261
Si	11.2075	32.1376	28.7706
Si	15.2658	1.6379	34.756
Si	10.5158	2.2395	28.2934
Si	14.207	11.8249	29.3605
Si	9.3162	17.0008	35.6211
Si	13.5504	16.1253	28.5009
Si	7.3496	12.83	30.7871
Si	12.9526	14.3366	30.8342
Si	10.4961	26.1826	28.2486
Si	11.9896	27.2907	30.639
Si	2.8748	2.8535	31.5755
Si	3.0921	6.2436	29.0393
Si	3.4549	8.991	34.0534
Si	7.4208	11.203	33.2185
Si	4.3054	16.6944	30.5047
Si	5.5814	13.4759	33.1504
Si	13.6556	19.1507	27.8716
Si	6.2013	23.4619	30.1276
Si	0.9098	22.0857	33.7099
Si	5.3048	23.1908	36.2681
Si	0.3949	27.0143	30.8117
Si	6.8112	0.3321	31.165
Si	10.0479	5.1966	32.1497
Si	4.8938	6.5397	34.7719
Si	11.6938	9.7866	34.7813
Si	6.6545	17.7977	36.1803
Si	9.9829	17.0655	32.6059
Si	8.06	21.9676	32.0007
Si	3.5005	23.5951	33.6536
Si	5.1004	28.5527	32.4026
Si	6.435	2.2521	35.6837
Si	15.6601	32.627	37.0203
Si	10.2945	7.082	34.5291
Si	12.3081	6.604	30.7922
Si	10.0512	14.0483	31.3402
Si	1.4582	17.2294	29.9459
Si	11.3823	19.5422	31.6496
Si	14.1899	19.9658	30.5959
Si	7.9183	24.66	27.8455
Si	14.4363	28.7543	29.6777
Si	13.1694	24.5338	31.9647
Si	15.7255	0.5988	29.4706
Si	16.1046	2.6697	31.8692
Si	0.051	27.6911	33.8328
Si	13.1771	6.3637	33.7985
Si	0.7027	8.3816	33.4795
Si	3.1994	19.1659	31.3353
Si	4.2601	10.5802	36.6791
Si	14.9674	20.9199	34.95
Si	1.0535	17.782	36.4433
Si	10.2667	29.2443	32.4396
Si	11.9501	26.8045	35.9452
Si	9.9602	28.9979	35.3686
Si	1.8214	24.5245	29.8491
Si	5.0145	1.7337	33.1613
Si	10.5557	31.6487	34.2305
Si	6.1062	8.5318	32.8955
Si	4.9501	4.5546	32.5409
Si	4.9189	15.388	35.4058
Si	0.429	16.0508	32.361
Si	8.784	18.0788	38.1565
Si	4.6781	28.3486	35.5802
Si	16.2655	25.5161	35.7664
Si	11.1318	2.5713	33.0186
Si	10.1016	12.382	33.947
Si	14.8159	4.9805	30.417
Si	14.169	15.6319	33.2771
Si	14.785	16.3171	36.2078
Si	11.0845	22.4095	32.67
Si	15.208	18.3737	32.8986
Si	0.3172	22.5107	28.2806
Si	5.5379	25.9973	37.34
Si	7.5983	30.167	31.1425
Si	5.3961	25.4635	32.4938
Si	16.3094	8.5037	36.3196
Si	8.1643	1.3556	37.7988
Si	1.795	9.8459	38.315
Si	15.386	5.8598	37.7357
Si	4.8475	20.1281	36.4007
Si	5.4621	13.1357	37.1887
Si	2.6087	19.5499	34.2272
Si	3.3826	15.1441	33.012
Si	7.3652	23.9082	34.2591
Si	1.4826	25.8525	38.2737
Si	16.1697	29.6348	36.0233
Si	2.3564	28.6462	37.4916
Si	6.0924	5.1176	37.1421
Si	13.3867	32.5426	38.8098
Si	7.0947	9.6167	37.7151
Si	3.4817	17.9675	38.3109
Si	8.5083	7.0664	37.1701
Si	10.2883	24.1714	35.0757
Si	8.5684	19.2147	31.0652
Si	7.2991	29.3337	36.9372
Si	7.9671	26.8474	38.4764
Si	9.2487	1.4555	35.0741
Si	7.3104	31.54	38.8526
Si	12.1713	8.8762	37.8153
Si	14.0439	4.339	35.5745
Si	14.4922	8.9904	34.301
Si	12.3971	5.7368	37.6922
Si	10.3748	14.193	36.2885
Si	12.8154	14.9049	38.0672
Si	10.1706	23.4079	38.1091
Si	14.8543	19.0732	37.2626
Si	14.0626	23.7347	34.8371
Si	12.9283	24.7165	37.6596
Si	14.1456	27.5518	35.4157
O	16.1459	1.033	36.0022
O	16.3793	0.0015	38.4866
O	1.8386	3.6073	39.7168
O	3.9657	1.4294	39.7557
O	13.8864	5.8453	38.4151
O	0.064	5.2487	38.7639
O	2.1947	8.423	38.9887
O	0.933	9.5454	36.9854
O	15.2115	12.2773	39.8356
O	0.9343	10.7528	39.346
O	3.2616	13.0524	39.8376
O	1.2284	15.1919	40.0617
O	15.4904	17.3305	39.957
O	14.999	19.6051	33.9539
O	2.6844	18.6238	39.5398
O	3.7885	20.1801	35.1583
O	1.1937	20.7588	40.0002
O	15.682	22.9098	39.901
O	2.3206	24.7512	39.1372
O	0.3743	26.627	39.1865
O	13.24	23.8885	0.4987
O	11.1159	25.5937	35.1622
O	2.9245	29.4226	38.8205
O	1.4639	31.3183	39.8864
O	5.7729	32.1218	39.1319
O	8.296	0.0411	38.743
O	9.9846	1.4688	40.1483
O	8.1295	2.6493	38.8131
O	4.119	6.8343	39.7375
O	5.5575	4.9066	38.6706
O	7.1426	9.134	39.2821
O	3.5369	7.4265	34.5562
O	5.4082	12.4692	38.6872
O	7.0545	13.3042	36.8516
O	8.2899	13.0866	39.228
O	9.6905	18.1484	36.7616
O	1.8166	15.2989	32.6889
O	4.5502	16.8856	38.9372
O	8.404	19.4841	38.8772
O	6.3434	20.8557	39.8426
O	0.7935	25.0679	37.0165
O	4.1927	22.887	39.8946
O	7.3258	26.358	39.9306
O	5.0774	26.7697	38.7278
O	2.4429	27.0343	37.7123
O	7.4248	28.404	38.2719
O	6.7416	1.2923	36.9703
O	9.4761	29.017	40.0572
O	11.7625	32.6615	39.0678
O	13.7344	30.9929	39.2642
O	12.4843	3.3405	39.8686
O	11.892	7.2864	37.4624
O	11.1329	9.7863	38.7442
O	11.1691	4.9776	38.4575
O	15.8448	7.3757	37.3768
O	15.0659	9.4423	35.7677
O	9.0351	7.3161	38.7306
O	11.9353	5.9119	0.3353
O	11.887	14.4029	36.8273
O	13.1879	13.6764	39.045
O	9.5685	17.1852	39.2691
O	11.9415	15.9906	38.93
O	14.2057	19.234	38.7562
O	13.977	22.1325	34.4534
O	11.7203	21.8653	0.6556
O	10.1768	21.896	38.7683
O	8.9234	24.19	38.8829
O	7.1987	26.0255	37.277
O	9.6	26.8578	38.6245
O	12.4212	26.2446	37.4099
O	15.2026	28.7334	39.8227
O	4.3488	2.2159	27.673
O	0.6261	4.3777	27.127
O	2.4318	2.6972	26.2001
O	3.0965	29.7196	26.4423
O	0.4986	9.5097	27.9528
O	0.3397	8.7404	30.4064
O	5.3154	5.6538	27.0678
O	3.4563	4.3573	31.8988
O	15.1161	15.8876	28.17
O	1.1582	15.0523	27.5233
O	3.0759	13.6145	26.5897
O	5.3165	12.1042	27.1296
O	1.1815	21.3018	27.5506
O	15.4174	22.7634	27.355
O	4.3119	17.1818	27.2723
O	2.7311	19.2859	26.6281
O	3.0292	25.5899	29.5164
O	2.3972	23.286	30.7437
O	2.0079	26.696	27.3629
O	3.2644	24.4515	26.4702
O	1.4256	31.4802	27.519
O	0.7209	32.6048	29.7532
O	4.8172	30.5365	29.6506
O	7.7084	31.1333	27.1067
O	5.5901	3.9377	29.1738
O	7.5085	4.3434	27.4058
O	9.6589	31.6126	28.8854
O	9.5487	1.5579	27.171
O	3.1405	7.0593	27.6042
O	6.811	10.0109	27.7002
O	10.4367	5.7699	26.6703
O	8.402	7.9982	26.6398
O	8.0676	12.3185	27.54
O	7.7875	11.5197	31.6652
O	5.4613	16.1751	29.4946
O	6.2525	15.2229	27.1726
O	5.2688	22.1738	26.4686
O	7.0467	20.3383	27.3935
O	9.1468	18.6463	27.2792
O	10.8099	16.6929	26.527
O	7.5634	30.0422	29.5121
O	5.2423	27.5594	26.4093
O	8.5412	23.4702	26.9309
O	10.7378	21.8901	26.5401
O	10.1363	1.906	31.9033
O	5.2122	31.9511	27.4181
O	9.3141	29.2445	27.6614
O	11.3376	0.9645	28.9268
O	11.4499	3.4208	27.6088
O	12.567	1.7961	32.9043
O	15.5645	1.5913	30.768
O	15.6897	1.2328	27.9431
O	12.0388	9.3874	27.6774
O	12.9733	10.7493	29.6694
O	13.536	7.9693	26.279
O	15.0033	6.0303	27.2721
O	12.6992	15.1852	27.4706
O	6.5115	12.2107	29.526
O	2.018	10.3828	26.0878
O	14.4377	12.2082	27.7682
O	12.4237	20.0851	27.3613
O	14.7153	18.9361	26.6716
O	11.4062	13.9854	30.4404
O	10.3052	27.1004	26.8862
O	11.8246	25.3617	27.7459
O	13.774	24.5049	26.4111
O	11.8366	31.6847	27.3569
O	14.2198	27.9792	26.1251
O	14.9275	29.3214	28.2233
O	14.448	32.3992	29.5618
O	14.5589	3.336	26.7431
O	5.8883	5.5227	31.671
O	3.5095	2.4307	30.1335
O	15.328	4.166	29.1195
O	16.0666	2.2402	33.4564
O	6.35	8.0241	31.3452
O	0.9443	7.1737	32.4021
O	14.5097	8.8283	28.85
O	15.6044	11.0588	29.807
O	6.3894	13.7737	31.7468
O	0.8063	17.5189	28.4958
O	16.3919	16.8708	26.0736
O	15.6203	15.0601	32.775
O	14.528	19.9224	29.015
O	16.2156	22.268	29.8223
O	1.9006	23.3735	33.9138
O	15.3549	27.575	30.3335
O	2.1919	30.3392	29.8485
O	14.6484	28.9895	36.1036
O	5.9193	0.1428	29.8051
O	3.3007	32.603	29.106
O	7.7166	1.6832	30.9694
O	8.8391	4.2046	31.6055
O	4.3256	6.8091	29.9657
O	1.7348	6.5284	29.8759
O	12.1109	9.6121	36.3496
O	6.8087	6.269	29.2645
O	8.6085	11.7513	34.1968
O	9.4944	15.5667	36.3963
O	6.5433	15.1741	39.7159
O	9.6884	12.9523	37.0761
O	5.9227	14.5832	34.3466
O	6.8018	17.7027	27.6868
O	8.6665	17.8231	31.9458
O	7.8074	19.074	29.6493
O	4.8436	22.5706	29.9568
O	3.2633	20.7109	30.8699
O	4.2272	23.3644	35.0698
O	7.22	25.8795	27.042
O	3.7877	29.0062	31.543
O	5.4838	27.0136	32.0625
O	12.042	31.4101	29.9732
O	6.3515	29.509	31.9753
O	14.021	32.6748	37.2924
O	7.6751	31.7781	31.4824
O	13.4351	32.1643	32.0526
O	3.1615	4.6313	28.6918
O	9.5961	2.8887	29.474
O	6.7804	0.1169	25.5649
O	12.2745	8.0174	29.971
O	10.7641	6.0652	30.9487
O	10.0718	19.7584	30.7066
O	10.1513	13.1213	26.117
O	13.3347	15.7053	30.0525
O	13.919	13.1208	30.3172
O	8.7013	13.7196	30.4536
O	11.2497	18.0561	32.3097
O	13.1099	17.687	28.3442
O	9.9485	23.4775	36.5058
O	10.7377	26.8821	29.6994
O	6.7055	24.0856	28.7407
O	6.4342	25.1245	33.7038
O	5.8725	29.2295	36.2048
O	0.3809	29.1423	34.5509
O	1.2706	2.9463	31.5401
O	3.4264	1.7939	32.7203
O	3.6451	9.8975	35.3651
O	2.0144	9.3536	33.3878
O	15.6031	6.3829	30.6095
O	4.7037	12.0701	36.2174
O	7.2535	9.5934	33.3462
O	6.0271	11.9738	33.6179
O	4.4432	18.3283	30.6718
O	2.8407	16.3626	29.8533
O	3.9563	13.6029	32.8961
O	3.8765	25.0706	33.0183
O	1.7818	18.6217	30.7265
O	12.6726	19.4365	30.7052
O	3.2851	18.8041	32.9364
O	14.2168	21.4498	31.2401
O	12.0129	23.3933	31.7513
O	1.2117	23.8883	28.4594
O	3.7489	28.2016	28.9799
O	5.8612	24.6421	31.1838
O	0.6373	27.5646	32.3283
O	14.8011	27.5195	33.874
O	5.8046	0.5058	32.4484
O	5.7096	3.1185	32.6305
O	9.5601	6.8185	35.95
O	11.2268	4.1845	32.7398
O	4.718	5.102	34.0451
O	6.1273	7.3448	34.0291
O	11.1613	11.2751	34.4571
O	13.0873	14.7067	32.4495
O	7.7966	17.338	35.1081
O	6.2426	19.3698	35.9589
O	9.9853	15.5478	32.0074
O	6.8235	23.3735	35.6943
O	7.8709	20.3439	32.0304
O	9.6018	22.4514	32.0181
O	7.4145	22.5147	30.6281
O	4.6984	28.5995	33.9752
O	1.4337	27.6851	29.7732
O	9.3593	32.7648	34.3843
O	10.4671	2.3706	34.4973
O	12.7022	4.7439	36.4117
O	16.0641	31.2399	36.2408
O	10.5446	8.6998	34.3054
O	14.4242	0.3718	34.1966
O	12.9522	6.867	32.2752
O	14.2315	7.3902	34.4704
O	10.3944	13.7734	34.7247
O	10.1295	16.9534	34.2309
O	0.3638	16.3301	30.7598
O	0.1969	17.5121	33.1068
O	14.012	17.2459	32.9674
O	11.5417	20.8217	32.6819
O	15.2268	19.0078	31.4031
O	14.2616	24.691	38.5867
O	8.867	24.506	34.3539
O	4.0872	22.5027	32.5754
O	12.9994	28.004	29.578
O	9.1871	25.2934	28.6291
O	11.4656	28.4241	31.7029
O	8.4408	28.8624	35.8892
O	14.2554	30.0285	30.7032
O	11.9713	32.4224	34.3125
O	15.1738	4.0055	31.6826
O	14.258	2.7427	35.4064
O	15.3382	4.9729	36.3533
O	9.3861	1.4003	36.7055
O	0.7089	26.4417	34.693
O	9.5291	6.2784	33.2915
O	15.6932	9.1977	33.1909
O	0.6135	7.7925	35.009
O	13.5552	8.8519	38.7352
O	0.0373	16.5029	36.0843
O	4.3314	16.0156	31.9923
O	3.1327	10.6567	37.8542
O	5.5555	9.7845	37.2526
O	0.0462	21.6138	35.0158
O	0.0851	18.8286	37.2709
O	2.3554	17.2953	37.3111
O	4.2486	19.2215	37.6027
O	12.6645	25.9932	31.4057
O	13.4944	24.6126	33.5735
O	15.6261	24.1904	35.0513
O	1.8048	20.7472	33.4505
O	10.9902	28.093	36.2264
O	0.819	29.0945	37.1603
O	16.3366	22.4436	32.4594
O	0.655	25.3782	30.6843
O	5.182	1.6818	34.7919
O	6.1234	3.7385	36.2684
O	10.4248	30.5635	35.442
O	7.7968	2.1613	34.7378
O	4.6255	9.2437	32.9387
O	7.5972	5.7269	37.2037
O	5.1658	6.2208	36.343
O	3.5315	15.6246	34.5717
O	4.7458	14.5513	36.8039
O	5.1416	21.6754	36.8656
O	1.6598	18.5783	35.1328
O	5.362	16.882	35.8558
O	7.3118	17.4882	37.6583
O	7.2902	22.6059	33.2785
O	5.0583	24.4258	37.3204
O	7.4197	30.8816	37.3634
O	3.2845	28.9398	36.1775
O	13.8475	4.9024	34.0439
O	14.0594	1.0359	39.622
O	7.7103	8.4371	36.7721
O	13.0894	9.7011	33.9033
O	13.2404	5.3928	30.1911
O	11.7721	6.4304	34.5901
O	8.0083	10.9538	37.5763
O	10.2426	12.8215	32.3975
O	14.2425	15.4716	37.4949
O	14.1529	15.5283	34.911
O	11.6786	23.9784	38.4041
O	11.0618	23.031	34.1844
O	14.1839	17.8351	36.4034
O	14.5204	20.4446	36.4391
O	11.7676	27.7636	40.2535
O	4.9223	26.7822	36.0237
O	14.5395	24.0299	31.1902
O	8.9207	29.3119	31.5507
O	10.5944	30.8107	32.8198
O	9.9896	28.4477	33.8333
O	13.2282	23.9867	36.2121
O	15.007	26.4255	36.2774
Si	0.0568	32.7675	5.5757
Si	2.7972	2.691	5.4878
Si	0.0767	5.4124	5.4758
Si	2.7703	8.181	5.431
Si	0.0095	10.8529	5.4884
Si	2.6969	13.6589	5.5707
Si	16.321	16.3916	5.6133
Si	2.7135	19.1413	5.6909
Si	16.3922	21.8818	5.6734
Si	2.7739	24.6161	5.6281
Si	0.0332	27.32	5.5446
Si	2.7971	30.008	5.5656
Si	5.4895	32.7885	5.4929
Si	8.2176	2.7406	5.5042
Si	5.5101	5.4839	5.404
Si	8.1914	8.1847	5.3989
Si	5.4814	10.9122	5.4368
Si	8.1902	13.6563	5.4256
Si	5.5056	16.3928	5.6017
Si	8.2159	19.108	5.5359
Si	5.4799	21.8435	5.6724
Si	8.2268	24.6043	5.5887
Si	5.4811	27.3554	5.5686
Si	8.2389	30.0381	5.4669
Si	10.9673	32.7536	5.4652
Si	13.7019	2.7209	5.4852
Si	10.9725	5.4609	5.4333
Si	13.686	8.1408	5.4349
Si	10.8757	10.9202	5.4134
Si	13.5609	13.66	5.5223
Si	10.8785	16.3557	5.4697
Si	13.5811	19.0834	5.5854
Si	10.9232	21.859	5.5508
Si	13.6942	24.5695	5.5337
Si	10.9526	27.3254	5.4971
Si	13.7154	29.9856	5.5308
Si	1.4221	1.3591	6.8924
Si	4.1516	4.1124	6.8113
Si	1.4167	6.8137	6.8278
Si	4.1163	9.5526	6.8205
Si	1.3335	12.249	6.8829
Si	4.0996	15.0129	6.9176
Si	1.313	17.7484	6.9753
Si	4.0936	20.5032	7.0232
Si	1.3844	23.2577	6.9885
Si	4.1335	25.9961	6.9619
Si	1.3851	28.6896	6.9243
Si	4.144	31.4267	6.8913
Si	6.845	1.3684	6.8576
Si	9.6067	4.1078	6.8328
Si	6.8469	6.8366	6.8088
Si	9.5409	9.546	6.7999
Si	6.8322	12.2869	6.8181
Si	9.5341	14.9927	6.8527
Si	6.8652	17.7623	6.9428
Si	9.5589	20.4887	6.9176
Si	6.8652	23.241	6.9676
Si	9.6002	25.9836	6.9147
Si	6.8731	28.7204	6.8953
Si	9.5859	31.4211	6.8521
Si	12.3175	1.3468	6.8396
Si	15.0712	4.0887	6.8494
Si	12.3108	6.8171	6.8309
Si	15.0256	9.5065	6.8409
Si	12.2218	12.2587	6.8509
Si	14.9524	14.9891	6.9179
Si	12.2226	17.6989	6.9098
Si	14.9765	20.4719	6.9426
Si	12.3084	23.2231	6.9101
Si	15.051	25.9551	6.906
Si	12.309	28.6756	6.8933
Si	15.0564	31.3998	6.8933
Si	0.0297	2.7307	8.2296
Si	2.7742	32.7959	8.2567
Si	0.0144	8.1599	8.2016
Si	2.7731	5.4546	8.2045
Si	16.3585	13.6186	8.2443
Si	2.7399	10.8977	8.2165
Si	16.355	19.1272	8.3183
Si	2.7184	16.3708	8.2869
Si	16.4008	24.62	8.3163
Si	2.7289	21.8828	8.3546
Si	0.0205	30.065	8.277
Si	2.7468	27.3482	8.309
Si	5.4881	2.7484	8.2168
Si	8.2211	0.0013	8.2197
Si	5.4765	8.1875	8.1964
Si	8.22	5.4747	8.1888
Si	5.4755	13.6275	8.2393
Si	8.1895	10.9122	8.1931
Si	5.4843	19.114	8.3208
Si	8.2091	16.3598	8.2719
Si	5.492	24.6158	8.3155
Si	8.2173	21.8561	8.3108
Si	5.5098	30.0825	8.2678
Si	8.2253	27.3498	8.2724
Si	10.9536	2.7274	8.2073
Si	13.6825	32.7975	8.2246
Si	10.9261	8.1931	8.1831
Si	13.6818	5.4561	8.2045
Si	10.8916	13.6336	8.2377
Si	13.6391	10.8953	8.1924
Si	10.9054	19.1051	8.2819
Si	13.6118	16.3665	8.2857
Si	10.9531	24.6038	8.2782
Si	13.6427	21.8594	8.304
Si	10.9479	30.0699	8.2424
Si	13.6783	27.3247	8.2678
Si	1.391	4.1076	9.5873
Si	4.1266	1.3863	9.6038
Si	1.3635	9.5375	9.5805
Si	4.1156	6.8302	9.5822
Si	1.3325	14.9891	9.6158
Si	4.0932	12.2682	9.5963
Si	1.3395	20.4961	9.6708
Si	4.0894	17.7418	9.6518
Si	1.3713	25.9885	9.6692
Si	4.1135	23.2563	9.6821
Si	1.3884	31.4485	9.6243
Si	4.1259	28.7314	9.6414
Si	6.8563	4.1167	9.5789
Si	9.5802	1.3777	9.5869
Si	6.8288	9.5549	9.5776
Si	9.5707	6.8369	9.5739
Si	6.8239	14.9995	9.622
Si	9.5354	12.2661	9.5997
Si	6.8412	20.4961	9.6741
Si	9.5515	17.737	9.6507
Si	6.8587	25.9957	9.6555
Si	9.583	23.2423	9.6526
Si	6.863	31.4638	9.6215
Si	9.5836	28.7244	9.6314
Si	12.312	4.0981	9.5803
Si	15.0482	1.3706	9.5901
Si	12.2829	9.5441	9.5782
Si	15.0408	6.8174	9.582
Si	12.255	14.9879	9.6309
Si	14.9936	12.251	9.5965
Si	12.274	20.4802	9.6493
Si	14.9886	17.7376	9.6499
Si	12.3115	25.9733	9.6448
Si	15.0236	23.2352	9.6555
Si	12.3092	31.4499	9.6034
Si	15.0399	28.707	9.6311
Si	0.0107	0.0172	10.972
Si	2.747	2.7457	10.9675
Si	0.0065	5.4624	10.9555
Si	2.7332	8.1841	10.955
Si	16.388	10.8998	10.9535
Si	2.7184	13.6294	10.9704
Si	16.3773	16.3664	10.9898
Si	2.7194	19.1184	11.012
Si	16.3849	21.8729	11.0275
Si	2.7381	24.6244	11.0317
Si	0.0016	27.3612	11.0162
Si	2.7528	30.0968	11.0018
Si	5.4879	0.0267	10.9821
Si	8.2145	2.7499	10.9582
Si	5.4817	5.4726	10.9574
Si	8.1994	8.1958	10.9525
Si	5.4607	10.909	10.9636
Si	8.1864	13.6346	10.9855
Si	5.4594	16.3661	10.9989
Si	8.1979	19.1127	11.023
Si	5.4721	21.8715	11.0304
Si	8.2162	24.6172	11.0139
Si	5.4844	27.3655	11.012
Si	8.2192	30.0978	10.995
Si	10.9434	0.0198	10.9675
Si	13.6772	2.7399	10.9572
Si	10.9385	5.4697	10.9473
Si	13.6623	8.1849	10.9471
Si	10.92	10.909	10.9599
Si	13.6434	13.6267	10.978
Si	10.9167	16.3698	11.0085
Si	13.6421	19.1189	11.016
Si	10.931	21.8645	11.0191
Si	13.668	24.6107	11.0186
Si	10.9448	27.3552	10.9977
Si	13.6735	30.0908	10.9805
Si	1.3716	1.389	12.3399
Si	4.1062	4.1182	12.3334
Si	1.3584	6.833	12.3296
Si	4.0854	9.5548	12.3321
Si	1.344	12.2687	12.3347
Si	4.0769	15	12.3487
Si	1.3411	17.7419	12.3581
Si	4.0877	20.4965	12.3735
Si	1.3586	23.2495	12.3774
Si	4.108	26.0054	12.3778
Si	1.3735	28.7391	12.3661
Si	4.1144	31.476	12.3595
Si	6.8471	1.3995	12.3458
Si	9.5729	4.1178	12.3345
Si	6.8334	6.8424	12.335
Si	9.557	9.5543	12.3379
Si	6.8128	12.2762	12.3457
Si	9.5445	15.0042	12.3616
Si	6.818	17.7421	12.3702
Si	9.5612	20.4951	12.3785
Si	6.8398	23.2542	12.378
Si	9.5754	25.9977	12.3708
Si	6.8465	28.7428	12.3691
Si	9.5807	31.4728	12.353
Si	12.306	1.3894	12.3368
Si	15.0358	4.1084	12.3308
Si	12.2976	6.8311	12.33
Si	15.0197	9.5474	12.3304
Si	12.2771	12.2702	12.3459
Si	15.0094	14.9981	12.3501
Si	12.2813	17.7439	12.3721
Si	15.012	20.4957	12.3743
Si	12.2964	23.243	12.3771
Si	15.0344	25.9911	12.3726
Si	12.3068	28.7336	12.3542
Si	15.0405	31.4647	12.3418
Si	16.3981	2.7486	13.7066
Si	2.734	0.0327	13.7217
Si	16.3887	8.1921	13.7049
Si	2.7244	5.4755	13.6999
Si	16.3842	13.6358	13.7128
Si	2.7132	10.9127	13.7091
Si	16.3826	19.1199	13.7252
Si	2.7104	16.3702	13.7168
Si	16.3998	24.6261	13.7369
Si	2.7239	21.8763	13.7336
Si	0.0031	30.1114	13.7218
Si	2.7365	27.376	13.7359
Si	5.4674	2.7592	13.7114
Si	8.2127	0.037	13.7185
Si	5.4546	8.2025	13.7045
Si	8.2012	5.4826	13.7086
Si	5.4447	13.6396	13.7185
Si	8.1889	10.9219	13.7091
Si	5.4524	19.1193	13.7299
Si	8.1843	16.3744	13.7324
Si	5.4742	24.634	13.7356
Si	8.1994	21.8768	13.7355
Si	5.4782	30.1136	13.733
Si	8.2103	27.3737	13.7327
Si	10.942	2.7583	13.7109
Si	13.6721	0.0262	13.7073
Si	10.9323	8.197	13.708
Si	13.6665	5.4722	13.7058
Si	10.9201	13.6439	13.7191
Si	13.656	10.9126	13.708
Si	10.9265	19.1229	13.7366
Si	13.6549	16.3745	13.7246
Si	10.9379	24.628	13.7334
Si	13.6585	21.8744	13.7413
Si	10.9441	30.1054	13.7188
Si	13.6714	27.3732	13.7238
Si	1.3524	4.1201	15.0741
Si	4.0936	1.4057	15.0883
Si	1.3398	9.5595	15.0847
Si	4.0723	6.8517	15.0707
Si	1.3407	15.0076	15.0869
Si	4.0692	12.2828	15.0865
Si	1.3442	20.502	15.0823
Si	4.0753	17.7437	15.0801
Si	1.3602	26.0085	15.0926
Si	4.0906	23.2657	15.0831
Si	1.3601	31.4807	15.0962
Si	4.0995	28.753	15.097
Si	6.8225	4.1311	15.0811
Si	9.5763	1.4015	15.0895
Si	6.8092	9.5759	15.077
Si	9.563	6.8464	15.087
Si	6.8095	15.0069	15.0904
Si	9.5487	12.2882	15.0842
Si	6.8211	20.5031	15.083
Si	9.5554	17.7506	15.0891
Si	6.8376	26.012	15.098
Si	9.5652	23.2594	15.0897
Si	6.8455	31.4856	15.0958
Si	9.5757	28.7495	15.0916
Si	12.3048	4.1182	15.0925
Si	15.0316	1.3893	15.0826
Si	12.2922	9.5613	15.0888
Si	15.0213	6.8396	15.0851
Si	12.2866	15.0106	15.0884
Si	15.0151	12.2781	15.0854
Si	12.2909	20.4999	15.0979
Si	15.0159	17.7508	15.0911
Si	12.3018	26.0121	15.0868
Si	15.0247	23.2594	15.0931
Si	12.312	31.47	15.0826
Si	15.035	28.7481	15.0845

Results
total energy: -236498.993 eV
total energy less fixed offsets of O -438.35, Si -107.03 eV per atom: 8.707 eV

Forces (eV/angstrom), in the order of the atoms: element, x, y, z
Si	-0.0793	-0.0133	0.3105
Si	0.1077	-0.0555	0.0016
Si	-0.0647	-0.1402	0.0755
Si	0.0607	-0.0313	-0.057
Si	-0.0227	-0.0186	0.0141
Si	-0.3339	0.4964	-0.1993
Si	0.296	-0.3157	-0.646
Si	-0.0759	0.0393	-0.1633
Si	-0.0278	0.0079	-0.5151
Si	0.049	-0.1797	0.0334
Si	-0.2807	0.2073	0.1589
Si	0.0279	-0.2181	0.1008
Si	-0.11	0.5883	0.0704
Si	-0.2392	0.1661	-0.0628
Si	0.0356	-0.2083	-0.0043
Si	0.1508	-0.039	0.1091
Si	0.3444	-0.2983	0.2779
Si	-0.0045	0.1741	0.1579
Si	-0.039	0.0267	0.2899
Si	-0.175	-0.2407	0.5075
Si	-0.1199	-0.0443	-0.5621
Si	0.122	-0.1706	-0.4075
Si	-0.2815	-0.1023	0.0439
Si	0.4018	0.294	0.5052
Si	-0.1184	-0.2531	0.1848
Si	0.0101	0.032	0.1949
Si	0.1733	-0.0313	-0.1623
Si	0.2764	-0.5695	-0.2595
Si	-0.4671	0.3932	-0.2716
Si	0.0657	-0.0012	-0.0158
Si	-0.0965	0.0356	0.2057
Si	-0.1084	0.2271	0.0247
Si	-0.3326	-0.5826	0.1295
Si	0.1233	0.0985	0.2829
Si	0.3299	-0.2698	-0.0077
Si	0.2024	0.0887	0.1337
Si	-0.0287	-0.1025	-0.3851
Si	0.0657	0.1291	-0.2792
Si	0.0888	-0.1061	-0.1376
Si	-0.3286	0.0184	-0.333
Si	-0.2238	-0.1466	-0.25
Si	0.0962	0.104	-0.2323
Si	0.2171	0.3305	-0.0574
Si	-0.2194	-0.0566	-0.1898
Si	0.2638	0.0647	-0.3091
Si	-0.0809	0.0903	-0.1583
Si	0.0068	0.1178	-0.3302
Si	-0.2089	0.0421	-0.1288
Si	0.0872	-0.0915	-0.2696
Si	-0.0193	-0.0654	-0.0525
Si	-0.1831	0.0433	-0.1569
Si	-0.01	-0.1242	0.0113
Si	-0.2522	0.2404	-0.3631
Si	-0.238	0.0205	-0.1072
Si	0.0232	0.0355	-0.432
Si	-0.2023	0.1131	-0.3858
Si	0.0481	0.0838	-0.0475
Si	0.2032	0.2686	0.3201
Si	-0.2215	-0.3178	0.0859
Si	0.0942	0.3867	-0.1428
Si	-0.0304	-0.2368	-0.2573
Si	-0.0313	-0.1322	-0.2861
Si	0.1794	-0.1419	-0.1131
Si	0.2383	0.2191	0.0995
Si	0.0797	0.1953	0.0316
Si	-0.1314	-0.3034	-0.2504
Si	0.3386	-0.03	-0.0467
Si	-0.0684	-0.2049	-0.1874
Si	0.0529	-0.289	-0.362
Si	0.0223	0.0156	-0.2069
Si	0.1301	-0.0193	-0.2534
Si	-0.0394	-0.0272	-0.3653
Si	-0.032	0.0334	-0.0206
Si	-0.1637	-0.1751	-0.017
Si	-0.0016	0.0238	-0.1141
Si	0.0256	-0.0106	0.2331
Si	-0.0758	0.0005	0.2278
Si	0.1396	-0.0363	0.0159
Si	-0.13	-0.0288	0.2102
Si	0.1345	0.0376	0.1114
Si	-0.0695	0.1265	0.2079
Si	0.0517	0.0715	0.2199
Si	0.0208	0.1305	0.06
Si	0.0216	-0.0367	-0.1537
Si	0.0318	-0.0082	0.0754
Si	0.0807	-0.0741	-0.0684
Si	0.0094	0.1747	-0.1926
Si	0.1263	-0.0314	-0.0803
Si	-0.0019	0.092	0.2025
Si	-0.1103	-0.0484	-0.0849
Si	0.0767	-0.082	-0.0883
Si	-0.0322	0.0808	-0.2012
Si	0.0399	-0.0267	0.0386
Si	0.2038	-0.0043	0.1587
Si	0.1678	0.0345	-0.1065
Si	-0.0299	-0.0399	-0.0207
Si	-0.1144	0.0026	0.2457
Si	0.106	-0.1505	0.0375
Si	-0.01	-0.0319	0.314
Si	-0.0518	0.0095	0.1105
Si	0.1075	0.0218	-0.0952
Si	-0.0362	-0.0068	0.0921
Si	0.0651	0.0739	-0.1026
Si	-0.0559	0.0199	0.1018
Si	0.0173	0.0336	0.0703
Si	0.1013	-0.0228	0.2038
Si	-0.1495	-0.0134	0.0368
Si	-0.0276	-0.1691	0.0937
Si	0.006	0.0666	-0.0385
Si	0.0536	-0.0111	-0.0855
Si	0.0548	0.0414	0.0196
Si	-0.093	-0.0639	-0.1383
Si	-0.0611	-0.0184	-0.0506
Si	0.0736	-0.0215	-0.0818
Si	0.0584	-0.0407	0.0163
Si	-0.057	-0.0735	-0.0801
Si	-0.0747	-0.1732	-0.0192
Si	-0.0784	-0.0708	-0.0282
Si	0.0103	-0.0644	-0.1661
Si	0.0063	0.0105	-0.0027
Si	-0.0766	-0.1293	-0.0084
Si	-0.0541	0.1061	-0.1171
Si	-0.015	-0.0951	-0.0393
Si	0.0795	0.0958	-0.0503
Si	-0.0829	-0.0281	-0.0556
Si	0.0496	0.0781	0.0128
Si	0.0473	0.0319	-0.0864
Si	-0.0647	-0.0936	-0.0064
Si	-0.0557	0.0779	-0.0761
Si	-0.0966	0.0077	-0.1734
Si	0.1331	-0.0003	0.0048
Si	0.0338	0.0565	-0.1129
Si	-0.0188	-0.0136	-0.2208
Si	-0.0006	-0.0139	-0.003
Si	0.1406	0.081	-0.0463
Si	-0.0052	-0.0785	0.0251
Si	0.0178	0.0755	-0.0262
Si	-0.0264	0.048	-0.1219
Si	0.0038	0.0539	-0.1254
Si	-0.0856	0.1849	-0.0347
Si	0.0678	-0.0086	-0.0867
Si	0.0448	0.0114	-0.1803
Si	0.093	-0.0729	0.0061
Si	0.0677	0.043	-0.1161
Si	-0.0156	0.0423	0.0043
Si	0.0095	0.0227	0.0031
Si	0.0097	-0.0099	0.0016
Si	0.0101	-0.0024	0.0123
Si	0.0002	0.0185	0.0004
Si	0.0111	0.0089	-0.001
Si	-0.0051	0.0124	-0.001
Si	0.0111	0.0013	-0.0102
Si	0.0067	0.0036	0.0012
Si	-0.0044	-0.0098	-0.0044
Si	-0.0058	-0.0027	-0.0092
Si	0.0015	-0.0098	0.0074
Si	-0.0146	-0.0115	-0.0083
Si	-0.0219	0.0137	-0.0125
Si	0.0135	0.0189	-0.0095
Si	-0.0325	0.0142	-0.0061
Si	-0.0222	-0.0054	-0.0006
Si	0.0045	0	0.0018
Si	0.0047	0.0178	-0.0061
Si	-0.0005	-0.0196	-0.0105
Si	-0.0228	0.0111	-0.0067
Si	-0.0138	-0.0163	-0.0033
Si	0.0029	0.0009	-0.0092
Si	-0.0012	0.0013	0.0009
Si	0.0072	-0.0112	0.0037
Si	0.006	-0.009	0.0119
Si	0.0028	-0.012	0.002
Si	-0.0048	-0.0024	0.0069
Si	-0.0369	0.0155	-0.0055
Si	-0.0041	0.0083	-0.003
Si	-0.0067	0.0119	-0.0048
Si	-0.0056	0.0252	-0.006
Si	-0.0058	-0.0043	-0.0084
Si	-0.0339	0.0025	-0.0027
Si	-0.0275	-0.0188	0.0016
Si	0.0129	-0.0184	0.0074
Si	0.0017	-0.0289	-0.0191
Si	0.0129	-0.0423	0.0008
Si	-0.0161	-0.0154	-0.0067
Si	0.0381	0.0013	-0.0236
Si	0.0052	-0.0294	0.0064
Si	-0.0256	-0.0036	-0.0043
Si	0.0084	0.0297	0.0015
Si	-0.0016	-0.0199	-0.0018
Si	0.009	-0.0144	0.011
Si	0.0127	-0.0173	0.0035
Si	0.0004	-0.0073	-0.0002
Si	0.0424	0.0175	-0.0005
Si	0.0437	0.0383	0.0043
Si	-0.0286	-0.0299	-0.0077
Si	0.0118	-0.0226	-0.0285
Si	0.0279	-0.0224	-0.0172
Si	0.0278	0.0234	0.0027
Si	-0.0151	0.0274	0
Si	0.0017	0.0262	0.0007
Si	0.0138	0.0241	0.004
Si	0.0069	-0.021	-0.0005
Si	0.0201	0.0416	-0.0033
Si	-0.019	-0.0435	-0.0033
Si	-0.0357	0.0192	-0.0013
Si	-0.0218	0.0237	-0.0169
Si	0.004	0.0291	-0.032
Si	-0.0055	-0.0231	0.0045
Si	-0.0039	0.0228	0.0221
Si	-0.0013	0.0198	-0.0035
Si	-0.0007	0.0006	-0.0057
Si	-0.0318	-0.0284	-0.0078
Si	-0.0098	-0.0282	0.0035
Si	0.0227	0.0152	-0.0043
Si	0.0607	-0.0336	0.0076
Si	0.0213	0.0015	0.0008
Si	-0.0289	-0.0244	-0.0058
Si	-0.0123	0.0408	0.0531
Si	0.0143	0.0484	-0.001
Si	0.0438	-0.0584	-0.0096
Si	0.0005	0.0306	0.0362
Si	-0.0283	0.0442	-0.0041
Si	-0.0122	0.0502	-0.0174
Si	0.0194	0.012	0.0176
Si	0.0035	-0.0139	0.0252
Si	-0.0398	0.0261	-0.0334
Si	0.052	0.0269	0.0111
Si	0.0437	-0.026	-0.0142
Si	0.0199	-0.0133	0.0254
Si	-0.0184	0.0042	-0.0142
Si	0.0055	-0.0376	-0.031
Si	0.0221	0.0049	-0.0037
Si	-0.0633	0.0256	-0.0087
Si	0.0162	0.0152	0.0583
Si	-0.0184	0.0084	0.0408
Si	-0.0353	-0.0127	-0.015
Si	0.0629	-0.0224	-0.0039
Si	-0.0357	0.0161	0.023
Si	-0.0352	0.0053	0.0322
Si	-0.0331	-0.0107	0.0228
Si	-0.0297	-0.0399	0.0204
Si	0.0018	0.0074	0.0028
Si	0.0103	0.01	0.0319
Si	-0.09	0.07	0.0021
Si	0.0396	-0.0519	0.0077
Si	-0.0254	-0.0218	-0.0172
Si	0.0061	-0.0207	-0.0107
Si	0.0412	-0.0017	0.0284
Si	0.0015	0.0313	0.0155
Si	0.0099	-0.0694	0.0247
Si	-0.0437	0.0213	0.0088
Si	-0.0107	-0.0238	0.0064
Si	-0.0629	0.0241	0.0043
Si	0.021	-0.0369	0.0538
Si	0.0245	-0.0185	0.0126
Si	-0.0558	0.055	-0.0035
Si	0.053	-0.0496	0.0519
Si	0.0575	-0.0242	0.0349
Si	-0.0341	-0.0787	0.0369
Si	-0.0301	-0.0642	0.0439
Si	0.062	0.1059	0.0219
Si	-0.0274	-0.0601	0.0213
Si	-0.0264	-0.0619	-0.014
Si	-0.0447	-0.0066	0.0316
Si	0.0068	-0.0107	0.0082
Si	0.0772	0.0077	-0.012
Si	-0.0256	0.0027	0.0672
Si	-0.0273	-0.0183	0.0293
Si	0.0125	-0.0617	-0.0113
Si	-0.0107	0.0352	0.0195
Si	0.003	0.0561	-0.0286
Si	0.0101	0.0054	0.0276
Si	-0.0749	-0.0816	0.0569
Si	0.0749	0.049	-0.004
Si	0.0639	0.0475	-0.0121
Si	-0.0003	0.1323	-0.0334
Si	0.0679	-0.0632	0.0262
Si	-0.0514	0.0011	-0.0107
Si	-0.0206	-0.024	0.0001
Si	0.0496	-0.0207	0.0276
Si	-0.0149	0.0558	0.0525
Si	-0.0118	0.0441	0.1076
Si	-0.0008	0.0057	0.0703
Si	-0.0363	0.03	-0.0275
Si	-0.0559	-0.071	0.0144
Si	0.0061	0.0078	0.058
Si	0.0469	0.038	0.0412
Si	-0.0188	-0.0264	0.1227
Si	0.0647	-0.0024	0.0037
Si	0.0256	0.0258	0.0721
Si	0.0637	-0.0549	0.2305
Si	0.0354	-0.0039	0.034
Si	0.0213	-0.0825	0.0895
Si	0.0848	-0.0193	0.1955
Si	-0.0236	0.1073	0.0825
Si	-0.0788	0.1498	0.0633
Si	0.0637	-0.061	0.0755
Si	-0.0756	0.0671	-0.0586
Si	0.0264	0.1034	0.0209
Si	0.0453	0.0088	0.1046
Si	-0.0029	0.0212	0.1876
Si	0.014	-0.0629	0.1743
Si	0.0236	0.0595	0.1283
Si	-0.0786	0.0758	0.1222
Si	-0.0684	0.0763	0.1217
Si	0.0696	0.1745	-0.07
Si	0.0449	-0.0381	0.1192
Si	-0.1225	-0.1162	0.0093
Si	0.1249	0.0712	-0.0034
Si	-0.0301	-0.0156	0.0735
Si	-0.0518	-0.0586	0.0036
Si	-0.0468	-0.0865	0.0315
Si	-0.1323	-0.1282	0.0305
Si	0.0316	0.0628	-0.0165
Si	0.0902	0.0431	0.0333
Si	0.0218	-0.0288	0.1357
Si	-0.0059	0.0294	0.1526
Si	-0.0341	-0.044	0.0587
Si	0.047	0.0564	-0.0272
Si	0.0479	-0.0247	0.0167
Si	-0.0239	-0.1266	0.0083
Si	0.0776	0.0441	0.1262
Si	-0.1144	-0.1042	0.1159
Si	-0.0476	0.0496	-0.0041
Si	-0.1222	0.0013	0.1793
Si	0.2771	0.0096	-0.0708
Si	0.0169	-0.0972	-0.1985
Si	-0.0542	0.0526	-0.046
Si	-0.0127	-0.0202	0.0928
Si	-0.0436	-0.119	-0.0386
Si	-0.0249	0.118	0.0178
Si	0.1369	-0.0321	-0.1647
Si	0.01	-0.1011	0.019
Si	-0.0296	0.0246	0.0464
Si	0.0535	-0.0524	-0.2447
Si	-0.071	0.0734	-0.0766
Si	-0.0674	0.1795	-0.1173
Si	0.0453	0.0586	-0.1954
Si	-0.0631	0.0212	-0.2106
Si	-0.1082	-0.0016	0.0336
Si	-0.0563	0.0295	0.0091
Si	-0.0752	-0.0809	-0.076
Si	0.0027	0.0001	0.092
Si	-0.0245	0.0237	0.1844
Si	-0.0819	-0.0293	-0.2046
Si	0.0378	0.0512	-0.1011
Si	0.0881	-0.1054	0.1358
Si	0.0532	-0.0106	-0.1063
Si	0.0894	-0.0792	0.1537
Si	-0.0753	0.0975	0.0772
Si	-0.1376	-0.0584	0.1775
Si	0.0764	-0.1212	0.0863
Si	0.0284	-0.0233	-0.148
Si	0.0483	-0.0014	-0.0819
Si	0.1662	-0.0319	0.1026
Si	-0.0344	0.0577	-0.1026
Si	-0.0782	0.1071	-0.0912
Si	0.012	0.0268	-0.1118
Si	-0.0776	0.0201	0.076
Si	0.1657	0.0276	-0.0542
Si	0.0427	-0.0697	0.0951
Si	-0.3109	0.1829	0.0969
Si	0.0519	-0.0178	0.2666
Si	0.0564	0.3324	0.1345
Si	-0.0494	-0.1095	0.0689
Si	0.2139	0.2308	-0.0396
Si	-0.0168	0.0556	-0.0269
Si	0.1536	-0.0624	0.3147
Si	0.0652	-0.1363	0.1283
Si	0.1886	0.0354	0.2622
Si	-0.1306	-0.2034	0.2846
Si	-0.1728	-0.088	-0.002
Si	-0.0526	-0.1905	0.262
Si	-0.0205	-0.0865	0.3427
Si	-0.1014	0.5824	-0.079
Si	0.1113	-0.1022	0.0305
Si	0.0531	0.04	0.1431
Si	-0.1274	-0.0714	0.0393
Si	0.1126	0.1496	0.1309
Si	-0.0225	0.1034	0.3168
Si	0.1613	0.1498	0.2148
Si	0.1079	0.1825	0.1485
Si	-0.0241	0.1026	0.2857
Si	-0.0601	0.1215	0.1326
Si	0.1699	-0.1141	0.0022
Si	-0.1758	0.143	0.2495
Si	0.248	0.1234	0.1725
Si	0.1166	-0.03	0.0958
Si	-0.1778	0.3024	0.0791
Si	-0.1247	-0.0445	0.0478
Si	-0.1844	-0.3369	0.0392
Si	0.0637	-0.0751	0.2866
Si	-0.021	-0.1003	0.2073
Si	-0.132	0.0348	0.2916
Si	-0.1213	-0.0514	0.243
Si	-0.1857	-0.1423	-0.1649
Si	-0.0672	-0.3115	0.01
Si	-0.0327	0.0558	-0.0236
Si	0.1087	-0.0964	-0.0193
Si	-0.1271	-0.4734	0.2289
Si	-0.1669	0.237	-0.2212
Si	0.2318	-0.0699	-0.2992
Si	0.2844	0.2442	-0.1314
Si	-0.0594	0.164	-0.2857
Si	-0.0617	0.032	-0.018
Si	-0.008	-0.1096	-0.196
Si	0.1599	-0.0012	0.2433
Si	0.2724	-0.1049	0.119
Si	0.0211	-0.1378	0.2749
Si	-0.2925	0.2638	-0.1499
Si	0.3385	-0.4667	-0.2361
Si	0.1492	-0.0744	-0.1437
Si	-0.1316	0.133	0.0136
Si	-0.3438	0.2042	-0.0451
Si	0.3193	-0.5295	0.1123
Si	-0.0512	0.1025	-0.1414
Si	-0.0865	-0.0232	-0.0085
Si	-0.228	0.1219	0.248
Si	0.0544	-0.0513	-0.0304
Si	0.1874	0.1972	0.0536
Si	-0.1599	0.079	0.0638
Si	-0.1341	-0.24	-0.4878
Si	0.2511	-0.1675	-0.3073
Si	0.0199	0.0955	0.2302
Si	-0.2456	0.017	-0.1529
Si	0.2516	0.1879	0.2832
Si	-0.2771	0.2171	0.3093
Si	-0.0112	0.0985	-0.0101
Si	-0.0762	0.0189	0.0995
Si	-0.1271	-0.068	-0.3754
Si	-0.0396	0.0973	0.0203
Si	-0.2264	0.0708	-0.044
Si	0.635	-0.0177	0.3438
Si	0.0949	-0.0105	0.2843
Si	-0.1975	-0.114	0.1915
Si	0.3124	0.0314	0.228
Si	0.0599	0.0098	0.2609
Si	-0.1062	-0.0923	0.4409
Si	-0.0032	0.1356	0.1165
Si	0.0358	-0.0167	0.3076
Si	-0.1886	0.1061	0.2731
Si	-0.0355	-0.04	0.2183
Si	0.1432	-0.1102	0.3613
Si	0.0945	-0.1142	0.5239
Si	-0.0259	-0.0194	0.264
Si	-0.1293	-0.0094	0.2455
Si	0.0345	0.0979	0.1603
Si	0.0371	0.0558	-0.0775
Si	-0.1723	0.0775	-0.3523
Si	-0.0985	-0.2323	0.1114
Si	0.151	0.0871	-0.0489
Si	0.0814	-0.0163	0.2054
Si	0.0307	-0.0368	0.2587
Si	-0.0933	-0.129	0.2497
Si	-0.0474	0.1377	-0.0559
Si	0.0769	0.0071	0.3374
Si	0.0264	0.1358	-0.061
Si	-0.1908	0.131	0.0509
Si	-0.0591	-0.0603	0.4382
Si	-0.0911	-0.0567	-0.3825
Si	-0.0452	0.0549	0.3337
Si	0.1469	0.1206	0.2752
Si	-0.0599	-0.1293	0.1709
Si	0.1298	0.066	0.2673
Si	0.1524	-0.025	0.1264
Si	-0.1386	0.1062	0.2456
Si	-0.0788	0.017	0.3099
Si	-0.0942	0.0145	-0.1861
Si	0.115	0.0088	0.0878
Si	-0.1935	0.0931	0.318
Si	-0.0272	0.0177	0.0476
Si	-0.0312	-0.0016	-0.0048
Si	-0.1106	-0.0995	0.4341
Si	0.0608	0.0456	0.0289
Si	0.034	-0.0998	-0.3078
Si	-0.0073	-0.1258	0.1693
Si	-0.0098	0.0407	0.2857
Si	0.0126	-0.0278	0.0294
Si	-0.0803	-0.0879	-0.1176
Si	0.0154	-0.0262	-0.1908
Si	0.0231	0.0816	-0.4877
Si	-0.161	0.0078	-0.0301
Si	-0.0765	-0.1062	0.2325
Si	-0.0531	0.029	-0.0749
Si	-0.0406	-0.0573	0.0891
Si	-0.028	-0.0882	-0.2469
Si	0.0102	-0.0414	-0.2839
Si	0.0731	-0.0431	-0.2875
Si	-0.0236	-0.0074	0.3376
Si	-0.0547	0.0435	0.0443
Si	0.1502	0.0897	0.3713
Si	-0.0706	0.0747	0.0955
Si	-0.0053	0.0438	0.3207
Si	-0.0134	-0.0091	-0.1431
Si	0.0489	-0.0411	0.294
Si	0.0812	-0.077	-0.1207
Si	-0.1315	0.0688	0.3259
Si	-0.0106	0.1284	0.2642
Si	0.0544	0.0626	-0.1408
Si	0.0858	-0.0193	-0.2798
Si	-0.0615	-0.0492	-0.1327
Si	0.064	0.1084	0.1538
Si	-0.0659	-0.0117	-0.388
Si	0.0768	-0.1085	-0.1489
Si	-0.1819	0.0973	-0.2726
Si	-0.0007	0.0821	-0.0798
Si	-0.0482	-0.0294	-0.2408
Si	0.0859	0.1122	-0.2533
Si	0.0341	0.0114	0.4394
Si	0.0279	-0.0274	0.0452
Si	-0.0284	0.1113	-0.0901
Si	-0.0939	0.0244	-0.0981
Si	-0.0476	0.0796	0.0618
Si	0.0547	-0.158	-0.2143
Si	0.099	-0.0535	0.0501
Si	0.0982	-0.004	-0.4576
Si	-0.051	-0.0613	-0.2122
Si	0.0385	0.0716	-0.3624
Si	0.0699	0.0044	0.0398
Si	-0.0795	-0.0829	-0.0291
Si	-0.0381	0.1649	0.415
Si	-0.1213	-0.0506	-0.0594
Si	0.0961	0.0803	-0.3084
Si	-0.0367	-0.1554	-0.0505
Si	-0.0033	0.0162	0.0493
Si	-0.004	-0.0577	0.1176
Si	-0.2419	-0.0596	-0.4184
Si	-0.1485	0.0319	0.274
Si	-0.1038	-0.0231	0.0917
Si	-0.1171	-0.0333	-0.3742
Si	-0.121	0.4137	-0.4323
Si	-0.2103	-0.0026	-0.1215
Si	-0.227	-0.0188	-0.4144
Si	0.0877	0.1404	-0.4357
Si	-0.2124	0.1201	-0.3463
Si	0.0377	0.0164	0.0001
Si	-0.0852	0.0758	-0.0903
Si	-0.0047	-0.0648	-0.1558
Si	0.0683	0.0568	0.127
Si	0.0522	-0.0178	-0.2173
Si	-0.1295	0.1757	-0.3945
Si	0.0462	0.0791	-0.3093
Si	-0.2022	0.082	-0.0899
Si	0.0637	-0.0472	-0.1805
Si	-0.0214	-0.0021	-0.0717
Si	0.0422	0.0505	-0.1635
Si	-0.0169	0.0264	-0.2799
Si	0.1822	0.0803	0.45
Si	-0.1782	-0.1234	-0.744
Si	0.0211	-0.3922	-0.3505
Si	0.048	0.0866	-0.192
Si	-0.3155	0.1123	0.0559
Si	0.1113	0.0066	-0.338
Si	0.0758	-0.1466	-0.309
Si	-0.1051	0.1825	-0.158
Si	0.1949	-0.0297	-0.3736
Si	-0.1396	0.1335	-0.3037
Si	0.0263	0.0437	-0.2797
Si	-0.043	-0.057	-0.3
Si	0.0564	-0.058	-0.1951
Si	0.1671	-0.2118	-0.3032
Si	0.1568	-0.2815	0.0749
Si	0.1329	0.1557	-0.1487
O	0.0271	0.0566	0.1626
O	0.3816	0.042	0.5002
O	-0.0947	0.0166	0.4814
O	0.1162	-0.3361	0.3834
O	0.0877	0.1969	0.1154
O	0.2306	0.0198	-0.127
O	0.2139	-0.2546	0.0767
O	0.3068	0.0488	-0.1044
O	-0.2207	-0.2254	0.2851
O	0.1355	0.1102	-0.2076
O	0.2182	-0.6757	-0.0751
O	-0.101	0.1926	0.7708
O	-0.3252	-0.0119	0.3048
O	0.0929	-0.0599	0.0118
O	-0.1062	-0.0656	-0.0705
O	-0.0217	0.229	0.0528
O	0.1026	-0.4995	0.5905
O	-0.0348	0.2085	0.1938
O	-0.1384	0.0094	0.2138
O	-0.1203	-0.2963	-0.1665
O	-0.0397	-0.0877	0.2476
O	0.0286	0.2634	0.0814
O	-0.0245	-0.1456	0.3972
O	-0.0872	-0.065	0.2231
O	0.278	-0.2415	0.0907
O	-0.0954	-0.3799	0.0904
O	-0.0516	0.2817	0.3059
O	-0.1261	-0.2598	0.3142
O	-0.2523	-0.0569	0.396
O	-0.1403	-0.1219	0.2603
O	-0.0182	-0.0747	0.2022
O	-0.0396	0.0289	-0.1281
O	-0.0014	-0.1198	0.117
O	0.0788	-0.0601	0.2808
O	0.0468	0.2305	0.1512
O	-0.0974	-0.0076	0.3029
O	-0.2488	0.1081	-0.0733
O	-0.0973	-0.1476	-0.0104
O	-0.1849	0.3269	0.2315
O	-0.0659	-0.1313	0.1868
O	0.0202	0.0132	0.2786
O	0.1059	0.3835	0.6357
O	0.0046	-0.1817	-0.2314
O	-0.0949	0.0848	0.4736
O	0.3396	-0.1927	0.1925
O	0.1538	0.1686	0.2637
O	0.1462	0.1403	0.2145
O	0.1013	-0.0394	0.1093
O	0.095	-0.2942	0.0932
O	0.2609	-0.1541	-0.2595
O	-0.1228	-0.0242	-0.0036
O	-0.2914	-0.0719	0.1727
O	-0.2333	0.1952	0.1291
O	-0.0977	0.0804	0.2855
O	-0.0372	-0.0608	0.2912
O	-0.0699	-0.0757	0.2979
O	0.162	0.3105	0.3401
O	0.0763	0.2966	-0.0268
O	0.1463	0.1853	-0.1291
O	-0.1738	-0.1665	0.205
O	0.0892	-0.1891	0.0658
O	0.1375	0.1917	-0.0847
O	-0.2448	0.1132	-0.0831
O	0.0793	0.1071	-0.0479
O	-0.189	0.6129	0.5909
O	-0.1997	-0.1275	0.1952
O	-0.111	0.1785	0.2519
O	0.2519	0.068	0.216
O	-0.2891	0.0313	0.1294
O	-0.2569	0.1111	-0.0929
O	0.0786	-0.1684	0.3701
O	0.2167	-0.4519	-0.3873
O	-0.1949	0.0482	0.0841
O	0.0973	0.1313	0.0473
O	-0.1603	0.1524	-0.173
O	0.0795	0.2746	-0.2199
O	-0.005	0.3395	0.0758
O	-0.0722	0.1651	-0.1821
O	-0.0369	0.0744	0.0861
O	0.1472	0.0288	-0.2257
O	0.0331	0.1029	0.3079
O	-0.3411	0.3441	-0.2527
O	-0.2861	-0.3477	0.2302
O	0.1879	-0.1443	-0.1081
O	-0.0897	-0.2311	-0.124
O	-0.0673	-0.1482	0.0945
O	0.1001	-0.3899	-0.1671
O	0.015	-0.014	-0.2721
O	-0.2547	-0.1075	0.0294
O	0.0214	-0.2307	0.0155
O	-0.3867	0.054	-0.243
O	0.0788	0.108	-0.1457
O	-0.0028	0.2429	-0.1541
O	0.0144	-0.0131	-0.1018
O	-0.1349	0.0423	-0.0101
O	0.0863	0.0619	-0.1668
O	0.2195	0.0558	-0.337
O	-0.0891	-0.0879	0.2158
O	0.0698	0.2053	0.0117
O	0.2934	0.1908	-0.2135
O	0.0932	-0.1802	0.0499
O	0.0818	-0.1081	-0.2788
O	-0.207	-0.0874	-0.3524
O	-0.2713	0.2602	0.1296
O	-0.1053	0.19	-0.0513
O	0.273	0.1612	-0.3977
O	-0.0759	-0.1824	-0.1671
O	0.101	0.0978	-0.4084
O	-0.0266	0.0574	0.0729
O	-0.0359	-0.1508	0.0253
O	0.1437	-0.037	-0.1423
O	0.0547	-0.0774	-0.3528
O	-0.2917	0.1284	-0.7287
O	-0.0266	-0.2008	0.0412
O	0.1955	-0.1462	-0.422
O	0.1232	0.004	0.0307
O	-0.2816	-0.2712	-0.4132
O	0.096	-0.3665	-0.2636
O	0.3883	-0.0259	-0.2245
O	0.2108	0.18	0.0991
O	-0.0738	0.1178	0.0813
O	-0.3175	-0.3186	-0.385
O	0.0575	-0.0215	-0.3401
O	-0.0883	-0.0836	-0.5633
O	0.1433	0.241	-0.2959
O	0.1876	-0.1406	0.0838
O	0.2089	-0.0443	0.1357
O	0.0098	-0.0016	-0.1621
O	-0.2795	0.0095	-0.2196
O	0.2332	0.2382	-0.3604
O	0.2447	0.0561	-0.6609
O	-0.0208	0.0488	0.0831
O	-0.1182	-0.0124	-0.1207
O	0.0354	0.0927	-0.3135
O	0.1714	0.3847	-0.1973
O	-0.0564	0.1195	-0.2277
O	-0.1724	-0.0544	-0.2552
O	0.2154	-0.1905	-0.0012
O	-0.1867	0.2143	-0.1228
O	0.2212	0.0659	-0.5097
O	-0.1199	-0.1783	-0.2168
O	-0.3567	-0.1848	0.045
O	0.264	-0.1944	0.0058
O	0.0371	0.1441	-0.148
O	-0.0266	-0.0828	-0.2908
O	-0.0073	0.1823	-0.1437
O	-0.1294	0.1845	-0.1533
O	-0.067	-0.0487	0.1696
O	0.2348	-0.0277	-0.3897
O	0.1113	-0.0721	0.0499
O	0.1963	-0.0651	0.0162
O	-0.1463	-0.1944	-0.3433
O	-0.0201	0.1627	-0.1424
O	0.1929	-0.2095	-0.1496
O	0.0248	0.1995	-0.3172
O	0.3824	-0.0546	-0.2492
O	-0.1469	-0.0943	0.1655
O	0.0515	-0.1871	-0.1164
O	0.0372	0.1914	-0.3175
O	-0.2102	-0.0663	0.1805
O	-0.2445	0.1456	-0.2528
O	0.0793	0.2774	-0.2763
O	-0.1177	-0.0767	0.0336
O	-0.0861	-0.0156	-0.1976
O	0.0508	0.1588	0.1003
O	0.0299	0.0224	-0.1541
O	0.2402	0.0537	0.4364
O	0.1873	0.069	-0.311
O	0.0127	-0.3155	0.0519
O	-0.1866	0.0249	-0.0244
O	0.3232	-0.2801	0.4822
O	-0.0484	-0.2319	0.0186
O	-0.0999	0.1948	0.155
O	0.0414	-0.0923	-0.1069
O	-0.1276	0.1694	-0.2277
O	-0.3693	-0.037	-0.247
O	0.2102	0.0273	-0.219
O	-0.1915	0.1256	-0.2254
O	-0.0616	-0.0402	0.036
O	0.056	0.1307	0.1746
O	-0.214	0.1469	-0.2064
O	-0.066	0.0757	0.0128
O	-0.1791	-0.1528	0.0958
O	0.0901	0.0507	-0.0037
O	-0.1815	-0.0277	0.3393
O	0.2333	-0.1695	0.1703
O	-0.1086	0.0857	-0.1186
O	-0.1426	-0.0265	-0.1263
O	-0.1159	0.0834	-0.0872
O	-0.2779	-0.6562	-0.1043
O	0.1149	0.2258	-0.0381
O	-0.0471	-0.2438	-0.2476
O	0.0319	0.1856	-0.1973
O	0.3415	0.2937	-0.2831
O	-0.0034	0.3626	-0.1274
O	0.2604	-0.06	0.0792
O	-0.0494	0.154	-0.1742
O	0.2061	-0.0592	0.064
O	-0.1342	0.0279	-0.148
O	-0.0995	-0.1352	0.205
O	-0.1387	-0.2427	-0.2062
O	-0.1051	-0.1753	-0.3022
O	-0.0885	-0.1437	0.0116
O	0.4851	0.0427	0.3683
O	-0.0556	-0.0603	-0.102
O	0.1531	0.2294	-0.2784
O	-0.0134	-0.0482	-0.0706
O	0.2885	-0.0228	0.3234
O	0.136	0.0638	-0.1284
O	-0.0461	0.0017	-0.3737
O	-0.0655	0.0516	-0.0808
O	0.1069	0.1767	0.2149
O	0.0062	0.0704	-0.0599
O	0.0481	-0.1093	-0.1998
O	-0.1698	-0.1237	-0.4493
O	0.0147	-0.0511	0.057
O	-0.1336	0.1067	0.0253
O	-0.0284	0.0468	0.1131
O	-0.0275	-0.2143	-0.2304
O	-0.0757	-0.0003	-0.0084
O	-0.1882	-0.1802	0.157
O	0.0555	-0.1258	-0.0421
O	-0.123	-0.0607	-0.0182
O	0.1367	-0.1827	-0.1431
O	0.1684	0.1476	-0.2743
O	-0.0298	-0.0543	0.087
O	-0.2524	0.1287	0.0459
O	0.0159	0.1534	-0.1668
O	0.1674	0.1485	-0.1995
O	0.1112	0.0481	0.4262
O	-0.0161	0.0749	0.1865
O	-0.1395	-0.2041	0.0037
O	0.345	0.0268	0.0403
O	0.2332	0.1681	-0.0928
O	-0.2049	-0.1263	-0.1189
O	-0.164	-0.2444	0.2671
O	-0.0382	-0.1029	0.148
O	0.1201	0.2229	0.0569
O	0.1879	-0.2666	0.3656
O	-0.1291	-0.0385	-0.1747
O	-0.0323	0.2738	-0.1925
O	0.0851	-0.1699	-0.229
O	-0.0805	0.1358	0.0144
O	0.1728	0.1776	-0.2882
O	-0.0643	-0.0918	-0.1118
O	0.0362	-0.0385	0.2687
O	-0.0879	-0.0494	0.0681
O	-0.0579	0.0257	-0.1809
O	-0.1328	0.0076	-0.1368
O	0.1881	-0.3588	0.0211
O	0.1337	0.0828	-0.0931
O	0.0533	-0.0813	0.0599
O	0.1651	0.1156	-0.0162
O	0.2311	0.0912	0.1015
O	-0.1773	0.2601	-0.267
O	-0.2089	-0.1187	0.0094
O	-0.0441	-0.1105	-0.1983
O	-0.1728	-0.0318	0.1152
O	-0.0763	-0.2134	-0.0935
O	0.0557	-0.2376	-0.3404
O	0.2951	-0.0156	0.1827
O	0.2539	-0.2817	0.1777
O	-0.3329	-0.1699	-0.3051
O	0.0951	-0.0838	0.2491
O	-0.1327	0.1405	-0.1617
O	0.0605	0.0316	-0.0324
O	0.1774	-0.1496	-0.0866
O	-0.0508	0.2136	0.063
O	0.0562	0.2187	-0.1236
O	-0.0562	-0.0888	-0.009
O	0.1686	0.1464	0.2719
O	0.1205	-0.0566	0.4002
O	-0.2088	-0.3242	0.2838
O	-0.031	0.2225	-0.0399
O	0.182	-0.1727	0.0114
O	-0.1926	-0.1259	0.3526
O	0.1934	-0.2597	0.2884
O	0.0138	0.0135	0.0468
O	0.2944	0.0041	0.0618
O	0.1753	0.2502	0.3009
O	-0.0647	0.0784	-0.0657
O	0.0564	-0.0625	0.2956
O	0.0311	-0.081	0.3723
O	0.2727	0.0392	0.1532
O	0.1068	0.0438	0.3027
O	-0.2239	-0.0966	0.2626
O	-0.0327	-0.0305	0.3297
O	0.0806	0.0512	-0.1398
O	-0.1982	-0.2128	-0.2856
O	0.0934	-0.1538	0.0432
O	0.0313	-0.0222	0.1861
O	-0.1187	0.1604	-0.1853
O	0.2666	-0.1711	-0.2916
O	0.1514	-0.2054	0.0367
O	0.0885	0.2122	0.2333
O	-0.0517	-0.2145	0.302
O	-0.0543	0.2417	-0.0889
O	-0.1002	0.2787	-0.071
O	0.1445	-0.195	0.2835
O	-0.0613	-0.001	0.221
O	-0.0873	0.1017	0.1218
O	0.109	-0.1034	0.1685
O	-0.1905	0.1029	0.4789
O	-0.1998	-0.2882	0.0602
O	0.1081	0.0784	0.4215
O	0.1443	0.0059	0.2075
O	-0.2291	-0.2134	0.0078
O	-0.2788	-0.013	0.0831
O	0.2361	0.0849	0.1619
O	-0.1478	0.1783	0.1692
O	-0.1578	-0.0171	-0.1167
O	0.2596	0.3314	0.2493
O	-0.2043	0.0506	0.0163
O	-0.0815	0.0915	-0.0215
O	0.0616	-0.0157	-0.4102
O	0.0386	-0.0978	0.3465
O	0.3018	-0.1443	-0.1874
O	0.082	-0.0491	-0.0105
O	0.1621	0.0794	0.1036
O	0.0524	0.0207	0.1971
O	0.1565	-0.0619	0.0072
O	0.0674	-0.1285	0.2577
O	-0.0986	0.1515	-0.1932
O	-0.0288	0.2496	0.3071
O	-0.0565	-0.121	0.1237
O	0.229	-0.3353	0.3543
O	-0.0655	0.1992	-0.1852
O	-0.0494	-0.1233	-0.1127
O	-0.0227	-0.1543	0.0537
O	0.0336	-0.3155	0.3107
O	0.0073	-0.2405	0.2099
O	0.1201	-0.2422	0.4505
Si	0.0016	-0.0027	0.0236
Si	-0.0465	0.0082	-0.0209
Si	0.0017	0.0362	-0.0461
Si	0.0171	0.0143	-0.0577
Si	-0.0672	-0.0646	-0.0169
Si	-0.028	-0.0568	0.0564
Si	0.0265	0.021	0.036
Si	0.0179	0.0356	0.0305
Si	0.0139	0.0267	0.044
Si	0.0572	0.0589	-0.0503
Si	0.0075	0.058	-0.0642
Si	-0.0667	0.052	-0.011
Si	-0.0084	-0.0022	-0.0592
Si	0.0495	-0.0016	0.0045
Si	0.101	0.0916	-0.0511
Si	0.0327	0.0371	-0.068
Si	-0.024	0.0605	-0.0145
Si	-0.0276	0.0053	-0.1014
Si	0.0419	0.0471	-0.0222
Si	0.0161	0.0304	-0.0724
Si	-0.0233	0.0066	0.0028
Si	0.0581	0	-0.0396
Si	0.0286	-0.049	-0.061
Si	-0.0302	0.0132	-0.0471
Si	0.011	-0.003	-0.0165
Si	0.0262	-0.0087	0.0153
Si	-0.0065	-0.0117	0.0283
Si	-0.0605	-0.0142	-0.0549
Si	0.0287	-0.0799	-0.1033
Si	-0.0278	-0.0492	0.0118
Si	-0.0335	-0.0229	-0.0958
Si	-0.0788	-0.1075	-0.0214
Si	0.0147	-0.0126	0.0164
Si	-0.0181	0.0913	0.0241
Si	-0.0704	-0.1062	-0.0467
Si	-0.0828	-0.0108	-0.0498
Si	0.0262	-0.0346	0.0103
Si	-0.0377	-0.044	-0.0242
Si	0.0068	-0.0602	-0.0031
Si	-0.0155	-0.0126	-0.0275
Si	0.0306	0.0596	-0.0062
Si	0.0178	-0.0434	-0.0148
Si	-0.0265	0.0159	-0.0018
Si	-0.0538	0.0465	0.0251
Si	-0.0204	-0.0497	-0.0201
Si	-0.0612	-0.0024	0.0151
Si	-0.0244	0.0223	-0.0143
Si	0.0393	-0.0312	0.0062
Si	-0.0218	0.0416	0.0087
Si	0.0315	-0.0693	0.0142
Si	-0.0229	-0.0181	0.0013
Si	0.0169	-0.0072	0.0012
Si	-0.01	-0.0138	-0.0369
Si	0.0301	0.0113	-0.0087
Si	-0.0173	-0.0411	0.0254
Si	-0.0321	0.0347	-0.0237
Si	0.0247	-0.0537	0.0043
Si	0.0036	-0.0005	0.007
Si	0.026	-0.0139	-0.013
Si	-0.0046	-0.006	-0.0259
Si	0.0047	0.0162	-0.0431
Si	-0.03	-0.0017	0.0032
Si	0.0047	0.0137	-0.0028
Si	0.0404	0.0034	-0.0027
Si	-0.0312	0.0888	0.0118
Si	0.0624	-0.0014	-0.009
Si	0.052	0.0902	0.0081
Si	-0.0013	0.0497	-0.0266
Si	0.014	-0.0259	-0.0305
Si	0.0391	-0.0674	-0.0314
Si	0.0476	-0.0107	0.0096
Si	0.0159	0.0066	-0.0135
Si	-0.0005	0.011	0.0091
Si	-0.0322	0.0121	0.0035
Si	-0.0284	0.0055	0.0044
Si	-0.005	0.0395	0.0023
Si	-0.046	-0.039	0.0113
Si	0.0002	0.0258	0.0116
Si	0.0531	-0.0036	-0.0096
Si	-0.0381	-0.0111	-0.0046
Si	0.0101	0.0097	-0.0015
Si	0.0272	-0.0057	0.0024
Si	0.0115	0.0068	0.009
Si	0.0045	-0.0281	0.0051
Si	0.0163	-0.0254	0.0051
Si	0.0144	0.0065	-0.0118
Si	-0.0207	-0.0103	0.0173
Si	0.0272	0.032	0.0063
Si	-0.0395	0.0138	0.0086
Si	0.0062	0.0228	0.0101
Si	0.0177	0.0337	-0.003
Si	-0.0517	0.0099	0.0008
Si	-0.0119	0.0069	-0.013
Si	0.0032	0.0208	-0.0036
Si	0.0138	0.0471	0.0069
Si	-0.0121	-0.0079	-0.0157
Si	-0.0159	0.0021	0.0103
Si	-0.0061	-0.0069	0.0106
Si	0.0343	0.0187	-0.0033
Si	-0.0145	-0.0352	0.0076
Si	0.0036	-0.02	0.0183
Si	0.0114	-0.01	-0.0148
Si	-0.0249	-0.04	0.0023
Si	-0.0034	0.007	-0.0061
Si	-0.0206	0.0025	-0.0188
Si	-0.0035	-0.018	-0.0075
Si	-0.0037	0.006	-0.0087
Si	-0.0274	-0.0047	-0.0082
Si	-0.0104	-0.0217	-0.0052
Si	-0.0117	-0.0045	0.0022
Si	0.0082	-0.0055	-0.0031
Si	0.0145	-0.0208	-0.0013
Si	0.0418	0.003	0.0107
Si	0.013	-0.0072	0.0017
Si	-0.0253	0.0243	0.0238
Si	0.0038	0.004	0.0085
Si	0.0052	-0.0003	0.0114
Si	-0.0256	-0.0034	0.0167
Si	-0.0045	0.0064	0.0085
Si	-0.0216	0.0023	-0.0066
Si	-0.001	-0.0191	-0.0035
Si	0.0092	0	0.0016
Si	-0.0121	0.0089	-0.0125
Si	-0.0163	-0.0152	-0.004
Si	0.0183	0.004	-0.0058
Si	0.0013	0.0208	0.0015
Si	-0.019	0.0008	0.0082
Si	0.0201	0.0179	-0.0027
Si	0.0076	-0.0212	0.011
Si	0.0098	-0.028	0.0018
Si	-0.0169	-0.025	0.0054
Si	-0.0074	-0.0041	-0.0016
Si	0.0251	-0.019	-0.0002
Si	0.0189	-0.0099	0.0001
Si	-0.0117	0.0026	-0.003
Si	0.0086	-0.0073	0.0027
Si	0.0247	0.0055	-0.0003
Si	0.0251	0.0407	0.0084
Si	0.0197	0.0127	-0.0002
Si	0.005	0.0146	0.0067
Si	0.0329	-0.0348	0.005
Si	0.0155	-0.0123	-0.0012
Si	-0.0025	0.0126	0.0076
Si	0.013	-0.0003	-0.0043
Si	0	-0.0017	0.0069
Si	-0.0113	-0.0099	0.0023
Si	-0.0078	0.007	0.0071
Si	-0.0149	0.0004	0.0002
Si	-0.0145	-0.003	0.0063
Si	-0.0172	0.0031	0.0071
Si	-0.0039	0.0063	-0.0047
Si	0.0013	0.0056	-0.0044
Si	0.0141	-0.0079	0.003
Si	0.0051	-0.0077	0.0047
Si	0.003	-0.016	0.0014
Si	0.0081	0.0044	0.0036
Si	0.0211	0.0206	0.0009
Si	-0.0023	0	0.003
Si	-0.0056	0.0099	0.0001
Si	0.0135	0.0034	-0.0021
Si	-0.0169	0.0058	0.0032
Si	-0.0273	-0.0016	0.0016
Si	-0.0315	-0.0008	0.0031
Si	-0.0286	-0.008	0.001
Si	0.0081	0.006	-0.0004
Si	-0.0104	0.0047	-0.0072
Si	-0.0099	-0.0087	-0.0076
Si	0.009	0.0138	0.0005
Si	-0.0055	-0.0037	0.0022
Si	-0.0123	0.0116	0.0061
Si	-0.0032	0.003	0.0047
Si	0.0113	0.0093	0.0045
Si	0.0129	0.0162	0.0009
Si	-0.0137	-0.0042	0.0091
Si	-0.0073	0.0202	-0.0035
Si	0.0012	0.0016	-0.0037
Si	-0.0178	0.003	-0.0007
Si	-0.0115	-0.0015	-0.0006
Si	-0.0041	0.002	-0.0089
Si	-0.0003	0.0004	-0.002
Si	-0.0029	0.007	0.0048
Si	0.0118	-0.0091	-0.0073
Si	-0.0008	-0.0087	-0.0006
Si	0.012	-0.0038	-0.0024
Si	0.0159	0.0126	0.0001
Si	0.0114	0.0131	0.0011
Si	0.0123	-0.001	0.0063
Si	-0.0041	0.008	0.0049
Si	0.0019	-0.0041	0.0041
Si	-0.0045	-0.0025	0.0051
Si	0.0049	-0.0031	0.0042
Si	-0.0148	-0.0056	0.0013
Si	-0.0106	-0.012	-0.003
Si	-0.0021	-0.0078	-0.005
Si	0.0053	-0.0072	-0.0053
Si	-0.0087	0.0004	-0.0048
Si	0.0134	0.0143	0.0002
Si	0.0129	0.008	-0.0048
Si	0.0062	0.0203	-0.0034
Si	0.0134	0.0017	-0.0019
Si	-0.0053	-0.0117	0.0035
Si	-0.0009	-0.0242	0.0006
Si	-0.0071	-0.0068	-0.0016
Si	-0.0013	-0.0089	0.0004
Si	0.0084	-0.0068	-0.0027
Si	0.0135	-0.0237	0.001
Si	-0.0009	-0.0125	-0.0077
Si	0.0076	-0.0039	-0.0016
Si	0.0014	0.0035	0.0008
Si	0.0128	0.0072	0.0038
Si	0.0089	0.0054	0.0032
Si	0.0091	0.006	0.0089
Si	0.0212	-0.0181	0.0033
Si	0.0095	-0.0059	0.002
Si	0.0035	-0.0101	-0.0009
Si	0.014	0.0026	0.0018
Si	0.0012	0.007	0.0044
Si	0.001	0.006	0.0039
Si	-0.0046	0.0077	0.0114
Si	0.0006	-0.0001	-0.0015
Si	0.0006	0.0035	0.0039
Si	-0.0003	-0.0057	0.0056
Si	-0.0042	0.0135	-0.0043
Si	0.0011	0.0086	-0.0033
Si	0.0134	-0.0114	-0.0012
Si	-0.0076	-0.0021	0.0007
Si	-0.0076	-0.0026	0.0031
Si	0.0028	-0.003	0.0023
Si	0.0026	0.0079	-0.0034
Si	-0.0013	0.0036	0.0018
Si	-0.0118	0.0032	-0.003
Si	-0.0072	0.0083	-0.0022
Si	-0.016	0.0007	0.0044
Si	-0.0116	0.0072	-0.0049
Si	-0.0048	-0.0061	-0.0006
Si	-0.0191	0.0072	0.001
Si	-0.0044	-0.0086	-0.0035
Si	-0.0126	0.0016	-0.0048
Si	0.0021	-0.0043	-0.0004
Si	-0.0021	-0.0011	-0.0036
Si	-0.0051	0.001	0.0035
Si	-0.0046	0.0006	0.001
Si	-0.0019	-0.0043	0.0014
Si	0	0.006	0.0025
Si	-0.0149	0.0174	-0.0008
Si	-0.0064	0.0155	0.0033
Si	-0.0087	0.0012	-0.005
Si	-0.0053	0.015	0.0013
Si	-0.0157	0.0041	-0.0073
Si	-0.0117	0.0045	0.0004
Si	-0.0022	0.006	0.0053
Si	-0.0023	-0.0152	-0.0018
Si	-0.0009	-0.0081	-0.0025
Si	0.0165	0.0073	-0.0016
Si	0.0036	-0.0052	0.0002
Si	0.0162	-0.0114	-0.0027
Si	0.0118	0.0126	0.005
Si	0.0128	0.0101	-0.0002
Si	0.0065	-0.0044	-0.0013
Si	-0.0111	0.0037	-0.004
Si	-0.0019	-0.0176	0.0055
Si	0.0171	-0.0004	-0.0055
Si	0.0156	-0.0066	0.0084
Si	-0.0002	-0.0088	0.0019
Si	-0.0058	-0.0237	-0.0136
Si	-0.0049	0.0001	-0.0036
Si	0.0307	0.0001	-0.0065
Si	-0.009	-0.0115	-0.0032
Si	0.0094	0.0158	0.0011
Si	0.0058	0.0031	-0.0071
Si	0.0009	0.0017	0.0008
Si	0.0158	0.0245	-0.0064
Si	-0.0062	-0.0083	-0.0005
Si	0.0043	-0.009	0.0034
Si	0.0032	0.0057	-0.0028
Si	-0.0128	-0.0217	-0.0012
Si	-0.0044	0.0035	-0.0077
Si	0.0008	-0.0085	-0.003
Si	0.0032	-0.0019	0.0024
Si	-0.0013	-0.0189	-0.0016
Si	-0.006	0.0008	0.0002
Si	-0.0032	-0.0004	-0.0008
Si	0.0024	-0.0048	0.003
Si	0.0073	-0.0027	0.0093
Si	0.0238	-0.0031	-0.0003
Si	0.0158	-0.0057	0.0027
Si	-0.0073	0.0011	-0.0004
Si	0.0174	-0.0011	-0.001
